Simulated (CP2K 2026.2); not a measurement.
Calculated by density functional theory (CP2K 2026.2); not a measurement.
Periodic cell of 2016 atoms, Si1440O576, from a study of silicon, its oxide and their interface. The atomic structure is a simulated model.
Doubt: the forces sum to 4.18 eV/angstrom along one axis rather than to zero, so they err by at least 0.0021 eV/angstrom per atom on average; the grid cutoff is modest.

Settings
functional: PBE
method: Gaussian and plane waves
basis set: DZVP-MOLOPT-SR-GTH
pseudopotentials: GTH-PBE
grid cutoff: 350 Ry, relative cutoff 50 Ry
k points: Gamma only
occupations: fixed
spin: none
net charge: 0

Cell vectors (angstrom)
a	65.28	0	0
b	0	16.32	0
c	-0.2715	-0.1853	33.3395

Atoms and the computed forces on them: element, x, y, z (angstrom), force x, y, z (eV/angstrom)
Si	1.624	14.314	33.2	-0.187	0.163	0.741
Si	3.423	1.839	33.202	0.091	-0.353	0.676
Si	1.42	4.104	0.435	0.018	0.03	0.543
Si	4.071	7.013	0.1	0.138	-0.181	0.749
Si	1.507	8.974	33.247	-0.316	0.22	0.745
Si	4.071	12.299	0.4	0.012	-0.019	0.519
Si	7.055	14.739	0.147	-0.215	0.171	0.674
Si	9.286	1.543	0.029	0.214	-0.237	0.695
Si	7.092	3.774	0.233	-0.153	0.082	0.869
Si	9.278	6.382	33.274	-0.112	0.183	0.639
Si	6.386	10.272	0.13	-0.04	-0.253	0.707
Si	9.302	12.543	0.265	0.113	-0.163	0.684
Si	12.275	14.736	0.122	-0.036	0.227	0.747
Si	15.09	1.237	0.076	-0.148	0.132	0.757
Si	11.757	4.353	0.05	0.203	-0.011	0.714
Si	14.519	7.151	0.164	0.05	-0.083	0.691
Si	12.226	9.244	0.15	0.013	0.213	0.677
Si	14.559	12.605	0.059	0.137	-0.159	0.751
Si	17.282	15.35	0.097	0.088	-0.14	0.802
Si	20.123	1.7	0.06	0.143	-0.158	0.744
Si	17.608	3.718	33.316	-0.213	0.142	0.753
Si	19.706	7.117	33.333	0.143	-0.32	0.727
Si	17.667	9.445	0.063	-0.14	0.224	0.714
Si	20.515	12.143	0.059	-0.201	0.058	0.738
Si	23.259	14.833	0.086	-0.127	0.125	0.739
Si	25.514	1.591	0.111	0.296	-0.26	0.64
Si	23.099	3.825	33.281	-0.372	0.209	0.623
Si	25.872	6.217	33.134	-0.075	0.257	0.651
Si	22.281	9.577	33.206	0.337	-0.107	0.692
Si	25.137	12.379	33.288	0.15	-0.216	0.787
Si	28.513	14.372	33.2	-0.145	0.265	0.753
Si	31.579	1.152	0.106	-0.242	0.059	0.763
Si	28.117	3.932	33.11	0.214	-0.113	0.702
Si	31.622	5.987	33.298	-0.229	0.11	0.8
Si	28.545	9.236	32.885	-0.086	-0.15	0.75
Si	31.043	12.35	0.014	0.269	-0.055	0.704
Si	33.769	15.294	0.199	0.02	-0.2	0.747
Si	36.096	1.745	0.326	0.266	-0.03	0.776
Si	33.985	4.021	0.579	-0.007	0.074	0.492
Si	36.468	6.937	0.054	0.142	-0.05	0.752
Si	34.015	8.962	33.285	-0.084	0.174	0.714
Si	37.057	12.027	0.139	-0.231	-0.012	0.719
Si	39.505	14.887	0.149	-0.09	0.132	0.623
Si	41.682	1.353	33.291	0.138	-0.068	0.652
Si	39.486	3.602	33.316	-0.199	0.061	0.74
Si	42.398	6.039	33.246	-0.144	0.146	0.78
Si	38.971	9.632	33.336	0.084	-0.123	0.761
Si	41.599	12.596	33.269	0.245	-0.217	0.726
Si	45.153	14.787	33.153	-0.495	0.33	0.624
Si	47.154	1.96	0.086	0.257	-0.107	0.729
Si	44.913	4.133	0.433	-0.074	0.059	0.47
Si	47.493	7.008	0.235	0.043	-0.06	0.683
Si	45.267	9.191	0.06	-0.139	0.04	0.727
Si	47.05	12.179	33.209	0.4	-0.194	0.687
Si	50.534	14.272	33.152	-0.362	0.298	0.743
Si	52.81	1.508	0.1	0.238	-0.114	0.731
Si	50.513	3.75	33.31	-0.37	0.174	0.704
Si	53.113	6.744	0.615	0.08	-0.058	0.582
Si	50.902	8.921	0.107	-0.117	0.214	0.646
Si	53.197	12.414	0.238	0.033	-0.253	0.57
Si	55.936	14.795	0.229	-0.108	0.286	0.727
Si	58.475	1.482	0.239	-0.008	0.063	0.624
Si	55.202	4.553	0.14	0.15	-0.197	0.812
Si	58.257	6.752	0.13	0.176	-0.119	0.598
Si	56.064	8.967	0.213	-0.001	0.261	0.679
Si	58.191	12.578	0.029	0.249	-0.358	0.73
Si	61.269	14.487	33.317	-0.243	0.226	0.763
Si	63.781	1.618	0.087	0.046	-0.082	0.638
Si	61.667	3.854	0.34	-0.107	-0.093	0.586
Si	64.448	6.151	0.146	0.031	0.226	0.722
Si	61.067	9.378	0.012	0.147	0.097	0.752
Si	63.684	12.343	0.065	0.213	-0.108	0.702
Si	2.795	0.058	1.076	0.002	0.032	-0.047
Si	5.361	2.757	1.411	-0.016	-0.021	-0.054
Si	2.889	5.518	1.527	0.017	0.044	-0.038
Si	5.514	8.356	1.33	0.018	0.006	-0.06
Si	2.672	10.784	1.427	-0.013	-0.015	-0.049
Si	5.473	13.72	1.555	0.035	-0.008	-0.033
Si	8.165	0.015	1.434	0.007	0.027	-0.053
Si	10.744	2.769	1.419	-0.007	0.009	-0.04
Si	8.156	5.443	1.453	0.013	-0.018	-0.054
Si	10.689	8.081	1.42	-0.028	-0.02	-0.054
Si	8.068	11.047	1.557	0.021	-0.038	-0.05
Si	10.824	13.674	1.59	0.017	0	-0.04
Si	13.48	0.063	1.327	0.016	-0.01	-0.05
Si	16.269	2.818	1.332	0.023	-0.015	-0.07
Si	13.388	5.494	1.36	-0.02	0.005	-0.052
Si	16.154	8.267	1.404	0.015	-0.001	-0.045
Si	13.432	10.942	1.31	-0.005	-0.005	-0.029
Si	16.149	13.734	1.385	-0.003	0.008	-0.057
Si	18.955	0.106	1.345	-0.008	0.023	-0.05
Si	21.732	2.879	1.267	0.016	-0.008	-0.026
Si	18.971	5.551	1.228	0.018	0.019	-0.038
Si	21.57	8.292	1.391	0	0.01	-0.052
Si	18.905	10.99	1.34	0.026	-0.014	-0.054
Si	21.713	13.639	1.374	0.015	-0.011	-0.056
Si	24.417	0.022	1.426	0.002	-0.026	-0.03
Si	27.231	2.681	1.246	-0.006	0.035	-0.052
Si	24.513	5.527	1.267	0.008	-0.012	-0.051
Si	27.307	8.118	0.949	0.024	0.002	-0.084
Si	24.32	10.836	1.104	-0.034	0.01	-0.032
Si	27.139	13.55	1.223	-0.009	-0.009	-0.024
Si	29.89	16.232	1.189	0.005	-0.004	-0.084
Si	32.559	2.598	1.671	-0.017	-0.025	-0.051
Si	30	5.287	1.116	-0.018	-0.004	-0.048
Si	32.745	7.974	1.275	-0.018	-0.016	-0.058
Si	29.92	10.723	1.219	-0.014	0.015	-0.051
Si	32.619	13.563	1.288	0.008	-0.023	-0.037
Si	35.237	0.046	1.639	-0.006	-0.012	-0.083
Si	38.039	2.741	1.288	0.003	-0.013	-0.078
Si	35.42	5.502	1.599	0.023	0.051	-0.04
Si	38.116	8.147	1.261	-0.02	0.012	-0.064
Si	35.398	10.792	1.263	-0.017	0.009	-0.044
Si	38.108	13.596	1.492	0.006	0.011	-0.053
Si	40.787	0.074	1.373	0.01	-0.016	-0.032
Si	43.479	2.624	1.442	-0.062	0.007	-0.057
Si	40.944	5.325	1.295	0.015	0.001	-0.098
Si	43.591	8.026	1.215	-0.017	0.009	-0.088
Si	40.878	10.992	1.214	-0.018	0.004	-0.032
Si	43.618	13.831	1.101	0.073	-0.009	-0.046
Si	46.332	0.141	1.38	0.019	0.023	-0.027
Si	49.006	2.877	1.193	0.071	-0.037	-0.056
Si	46.307	5.537	1.608	-0.014	0.013	-0.031
Si	49.114	8.14	1.455	-0.017	0.026	-0.037
Si	46.294	10.853	1.343	0.013	-0.006	-0.052
Si	49.072	13.457	1.106	-0.013	0.004	-0.06
Si	51.655	16.193	1.273	-0.007	-0.034	-0.046
Si	54.332	2.747	1.413	0.017	0.001	-0.083
Si	51.679	5.317	1.66	-0.018	-0.06	-0.072
Si	54.58	8.077	1.775	0.039	0.03	-0.055
Si	51.917	10.724	1.302	-0.013	0.006	-0.047
Si	54.501	13.647	1.661	0.025	0.004	-0.03
Si	57.091	0.086	1.49	0.015	-0.015	-0.035
Si	59.984	2.7	1.507	-0.012	0.019	-0.01
Si	57.01	5.351	1.482	-0.014	-0.019	-0.036
Si	59.874	7.951	1.397	-0.055	-0.009	-0.027
Si	57.157	10.809	1.265	0.016	-0.008	-0.044
Si	59.872	13.621	1.316	0.02	0.018	-0.011
Si	62.638	16.29	1.325	0.001	-0.015	-0.029
Si	0.007	2.671	1.576	-0.022	0.003	-0.025
Si	62.864	5.291	1.661	-0.009	0.044	-0.036
Si	0.12	8.052	1.228	-0.013	0.029	-0.065
Si	62.473	10.795	1.338	-0.002	-0.034	-0.066
Si	0.125	13.52	1.214	-0.019	0.022	-0.043
Si	1.443	1.24	2.692	0.039	-0.026	0.03
Si	4.163	4.125	2.87	0.015	0.011	0.017
Si	1.438	6.854	2.802	-0.001	-0.007	0.013
Si	4.11	9.546	2.809	-0.008	0	0.014
Si	1.321	12.183	2.729	-0.017	-0.002	0.005
Si	4.06	15.134	2.713	-0.044	0.018	0.023
Si	6.711	1.344	2.748	0.022	-0.005	0.024
Si	9.458	4.104	2.856	0.008	0.004	0.027
Si	6.803	6.902	2.709	-0.053	-0.012	0.009
Si	9.412	9.539	2.761	0.018	0.011	0.004
Si	6.802	12.393	2.955	-0.012	0.013	0.022
Si	9.508	15.083	2.882	-0.011	0.013	0.025
Si	12.181	1.443	2.714	0.008	-0.031	0.001
Si	14.857	4.162	2.655	0.005	0.006	0.014
Si	12.081	6.798	2.815	0.003	-0.01	0.022
Si	14.828	9.651	2.733	-0.017	0.012	0.017
Si	12.164	12.233	2.817	0.01	-0.011	0.024
Si	14.819	15.063	2.771	0.006	0.016	0.044
Si	17.622	1.469	2.732	-0.015	-0.006	0.04
Si	20.371	4.233	2.629	-0.02	-0.014	0.014
Si	17.566	6.844	2.651	0.019	0.012	0.02
Si	20.249	9.635	2.759	-0.007	0.027	0.023
Si	17.552	12.351	2.684	-0.015	0.001	0.003
Si	20.314	15.018	2.665	-0.001	0.021	0.004
Si	23.015	1.43	2.669	-0.013	0.015	0.024
Si	25.843	4.082	2.61	0.004	-0.002	0.013
Si	23.074	6.886	2.575	-0.016	-0.021	-0.028
Si	25.831	9.465	2.367	0.034	0.014	-0.003
Si	23.078	12.201	2.642	-0.006	-0.025	0.032
Si	25.862	14.954	2.659	-0.007	-0.014	0.017
Si	28.558	1.288	2.592	0.022	0.011	0.004
Si	31.146	4.039	2.769	-0.019	0.021	0.021
Si	28.634	6.773	2.436	-0.017	-0.017	0.001
Si	31.328	9.399	2.561	0.036	0.004	0.004
Si	28.492	12.113	2.555	0.023	0.019	0.006
Si	31.234	14.902	2.653	-0.016	0.032	0.029
Si	33.936	1.33	3.03	-0.001	0.015	0.063
Si	36.833	4.1	2.79	0.001	-0.013	0.028
Si	34.002	6.81	2.864	0.005	0.014	0.046
Si	36.75	9.473	2.689	0.012	-0.015	0.027
Si	34.016	12.183	2.599	0.017	-0.011	0.018
Si	36.7	14.944	2.785	-0.006	-0.004	0.025
Si	39.373	1.383	2.708	0.004	0.019	0.015
Si	42.168	4.017	2.799	0.01	-0.002	0.033
Si	39.53	6.771	2.574	-0.024	-0.038	0.007
Si	42.22	9.51	2.51	0.003	-0.015	0.025
Si	39.533	12.232	2.747	-0.001	-0.044	0.022
Si	42.241	15.028	2.639	0.001	-0.022	0.03
Si	44.868	1.298	2.785	-0.001	-0.012	-0.003
Si	47.713	4.099	2.775	0.021	-0.006	0.029
Si	44.871	6.864	2.831	-0.03	0.013	0.045
Si	47.719	9.57	2.731	-0.021	-0.013	0.006
Si	44.862	12.303	2.543	-0.029	0.023	0.006
Si	47.745	14.936	2.552	0.028	-0.032	-0.018
Si	50.27	1.321	2.582	-0.013	0.047	0.002
Si	53.051	3.969	2.942	0.013	0.001	0.037
Si	50.314	6.74	2.894	0.002	0.014	0.016
Si	53.157	9.522	2.891	-0.004	0.029	0.033
Si	50.42	12.131	2.583	-0.005	0.001	-0.002
Si	53.034	15.018	2.816	-0.024	0.044	0.004
Si	55.726	1.425	2.802	-0.018	0.017	0.031
Si	58.503	4.034	2.771	0.022	0.025	0.035
Si	55.868	6.667	3.038	0.009	-0.015	0.043
Si	58.538	9.454	2.7	-0.01	0.003	0.029
Si	55.865	12.134	2.798	0.035	-0.021	0.041
Si	58.544	14.994	2.738	0.001	-0.011	0.026
Si	61.298	1.272	2.809	0.006	-0.018	-0.008
Si	64.067	3.97	3.07	0.027	-0.024	0.045
Si	61.318	6.703	2.768	0.008	0.015	0.018
Si	63.957	9.431	2.6	0.02	0	0.015
Si	61.181	12.209	2.72	-0.014	-0.017	0
Si	64.059	14.925	2.632	0.009	0	0.029
Si	0.065	16.262	4.095	-0.016	-0.003	-0.002
Si	2.745	2.696	4.099	-0.02	-0.025	-0.037
Si	0.133	5.468	4.228	0.003	0.015	-0.002
Si	2.757	8.203	4.183	0.006	-0.007	-0.005
Si	65.242	10.828	4.064	-0.001	-0.034	-0.005
Si	2.713	13.632	4.024	0.011	0.012	-0.027
Si	5.404	0.044	4.181	0.028	-0.014	0.011
Si	8.062	2.735	4.135	-0.021	0.021	-0.026
Si	5.487	5.538	4.155	0	0.032	0.009
Si	8.115	8.195	4.159	0.022	-0.02	-0.01
Si	5.423	10.945	4.184	0.016	-0.024	-0.022
Si	8.175	13.724	4.258	-0.012	0.002	0.012
Si	10.874	0.122	4.169	-0.012	0.006	0.004
Si	13.558	2.788	4.064	0.002	0.009	-0.003
Si	10.812	5.443	4.216	0.016	-0.004	-0.001
Si	13.497	8.225	4.078	-0.011	-0.016	-0.032
Si	10.797	10.882	4.137	-0.009	0.014	0.012
Si	13.523	13.648	4.13	0.003	0.017	-0.018
Si	16.252	0.088	4.08	0.003	0.005	-0.018
Si	19.023	2.836	4.019	0.001	-0.002	-0.005
Si	16.231	5.498	4.034	0.016	-0.017	-0.001
Si	18.925	8.196	4.044	0.012	0.005	-0.014
Si	16.231	10.973	4.074	-0.003	-0.002	-0.009
Si	18.962	13.666	4.037	0.009	-0.006	0.007
Si	21.684	0.047	4.023	0.006	0.021	0.011
Si	24.455	2.748	3.986	0.014	0.001	0.004
Si	21.751	5.529	3.991	0.004	-0.011	0.025
Si	24.49	8.202	3.888	0.002	0.045	0.012
Si	21.703	10.931	4.059	-0.012	0.004	0.005
Si	24.465	13.572	3.975	0.005	-0.013	-0.012
Si	27.202	-0.016	4.008	-0.013	-0.004	0.023
Si	29.823	2.646	4.064	-0.004	-0.019	0.019
Si	27.236	5.462	3.901	0.02	-0.001	-0.019
Si	29.924	8.092	3.926	-0.018	-0.021	-0.011
Si	27.117	10.79	3.891	-0.021	-0.016	0.015
Si	29.856	13.508	3.949	0.006	-0.014	-0.018
Si	32.531	16.208	4.164	-0.024	-0.01	0.005
Si	35.412	2.749	4.158	0.01	-0.006	-0.023
Si	32.581	5.399	4.088	0.024	-0.001	-0.017
Si	35.397	8.179	4.126	0.015	0.012	0.01
Si	32.646	10.813	3.95	0.003	-0.015	-0.004
Si	35.328	13.528	4.049	-0.026	-0.001	0.001
Si	38.085	-0.013	4.097	0.005	0.02	-0.002
Si	40.759	2.693	4.11	0.011	-0.001	-0.002
Si	38.195	5.471	4.075	0.005	0.013	0.004
Si	40.854	8.169	3.943	0.025	0.01	-0.003
Si	38.119	10.845	4.042	-0.004	0.013	-0.009
Si	40.899	13.626	4.03	0.015	0.001	0.014
Si	43.532	16.286	4.131	-0.037	0.022	0.03
Si	46.283	2.704	4.057	0.008	-0.006	-0.004
Si	43.536	5.42	4.118	0.001	-0.005	-0.009
Si	46.3	8.222	4.095	0.01	-0.003	-0.005
Si	43.55	10.89	3.931	-0.007	0.007	-0.002
Si	46.293	13.607	3.923	-0.002	0.02	-0.037
Si	48.989	16.288	4.021	0.005	-0.001	0.027
Si	51.627	2.587	4.127	-0.032	-0.015	-0.014
Si	48.97	5.412	4.234	0.013	-0.022	0.025
Si	51.738	8.131	4.165	0.014	-0.025	-0.008
Si	49.061	10.903	4.082	0.033	0.001	0.02
Si	51.69	13.549	4.048	-0.017	-0.033	-0.02
Si	54.399	0.039	4.163	-0.013	0.018	0
Si	57.157	2.701	4.166	-0.012	0.014	-0.012
Si	54.42	5.342	4.284	0.016	-0.03	0.003
Si	57.23	8.152	4.203	0.004	0.037	-0.013
Si	54.486	10.883	4.223	0	-0.002	0.029
Si	57.216	13.567	4.097	-0.009	0.016	-0.006
Si	59.898	16.283	4.157	-0.015	0.017	0.008
Si	62.595	2.624	4.247	-0.012	-0.012	0.017
Si	59.888	5.402	4.124	-0.02	-0.022	-0.011
Si	62.633	8.136	4.083	0.013	0.004	0.008
Si	59.864	10.838	4.101	-0.02	0	-0.005
Si	62.624	13.585	4.014	0	0.007	-0.014
Si	1.362	14.978	16.4	-0.013	-0.005	-0.02
Si	4.094	1.405	16.378	0.02	-0.018	0.001
Si	1.375	4.116	16.426	-0.005	0.014	0.006
Si	4.112	6.836	16.436	0.003	-0.019	0.003
Si	1.388	9.537	16.38	-0.016	-0.002	-0.017
Si	4.13	12.308	16.391	-0.008	0.007	0.007
Si	6.853	15.021	16.343	0.004	-0.011	-0.017
Si	9.552	1.412	16.317	-0.006	0.001	-0.012
Si	6.796	4.155	16.339	-0.002	0.003	-0.013
Si	9.578	6.901	16.394	0.016	0.009	0.012
Si	6.861	9.569	16.404	-0.006	0.006	-0.004
Si	9.558	12.285	16.35	-0.004	-0.001	-0.014
Si	12.307	15.025	16.357	-0.001	0.004	0.009
Si	14.99	1.455	16.303	0.025	0.01	0.002
Si	12.302	4.163	16.329	0.025	-0.004	-0.001
Si	14.969	6.897	16.284	-0.012	0.005	-0.003
Si	12.235	9.578	16.341	-0.002	-0.001	-0.008
Si	14.959	12.301	16.328	0.001	0	-0.009
Si	17.736	15.008	16.247	0.016	0.014	-0.001
Si	20.395	1.339	16.232	0.006	-0.009	-0.015
Si	17.678	4.108	16.229	-0.004	-0.015	-0.017
Si	20.405	6.861	16.221	0.01	-0.01	-0.016
Si	17.683	9.603	16.318	-0.002	-0.002	-0.003
Si	20.395	12.281	16.229	-0.007	-0.011	-0.015
Si	23.119	14.908	16.243	-0.008	-0.001	-0.021
Si	25.867	1.322	16.261	0.018	-0.013	0.001
Si	23.121	4.043	16.229	-0.001	0.008	-0.011
Si	25.802	6.739	16.246	-0.009	0.009	-0.005
Si	23.133	9.506	16.248	-0.019	-0.002	0.007
Si	25.815	12.181	16.242	-0.022	0.004	-0.012
Si	28.558	14.893	16.264	-0.005	-0.004	-0.007
Si	31.257	1.279	16.277	0.012	0.012	0.007
Si	28.494	3.983	16.294	-0.018	0.001	0.006
Si	31.2	6.708	16.266	-0.026	-0.003	-0.004
Si	28.529	9.409	16.293	-0.019	-0.006	0.005
Si	31.262	12.175	16.245	0.006	0.014	-0.01
Si	33.945	14.9	16.306	0.004	-0.016	0.008
Si	36.682	1.306	16.316	0.005	0.005	0.009
Si	33.936	3.959	16.301	-0.001	-0.006	0.004
Si	36.691	6.72	16.277	-0.004	-0.002	-0.012
Si	33.956	9.442	16.245	-0.009	-0.002	0.002
Si	36.7	12.204	16.22	0.014	-0.014	-0.02
Si	39.405	14.917	16.265	-0.011	-0.008	0.002
Si	42.163	1.353	16.297	0.018	-0.004	0.003
Si	39.419	4.021	16.33	-0.017	0.003	0.001
Si	42.152	6.748	16.282	-0.009	-0.002	-0.004
Si	39.393	9.445	16.25	-0.018	0.008	-0.014
Si	42.117	12.226	16.265	-0.006	0.003	-0.007
Si	44.849	14.964	16.284	0.02	0	-0.009
Si	47.579	1.358	16.312	-0.006	0.013	-0.008
Si	44.866	4.058	16.321	0.009	0.002	-0.006
Si	47.606	6.779	16.369	-0.011	0.019	0.008
Si	44.892	9.481	16.281	-0.016	0.006	-0.005
Si	47.598	12.191	16.269	0.001	0.003	-0.014
Si	50.336	14.955	16.305	-0.006	0.007	-0.003
Si	53.026	1.364	16.343	0.003	0.001	0
Si	50.297	4.086	16.349	0.009	-0.005	-0.001
Si	52.99	6.8	16.297	0.005	0.001	-0.004
Si	50.307	9.495	16.338	0.002	-0.014	0.003
Si	53.055	12.232	16.353	0.001	0.01	0.005
Si	55.765	14.973	16.354	0.007	0.005	0.001
Si	58.51	1.408	16.383	0.007	0	-0.001
Si	55.739	4.081	16.318	-0.013	-0.002	-0.004
Si	58.504	6.837	16.345	0.01	-0.01	-0.004
Si	55.778	9.536	16.356	0.006	-0.001	0.003
Si	58.506	12.314	16.359	0.014	0.015	0.002
Si	61.23	15.017	16.385	0.014	0.006	-0.007
Si	63.912	1.414	16.424	0.008	-0.014	-0.008
Si	61.224	4.131	16.44	0.002	-0.003	-0.004
Si	63.931	6.863	16.434	-0.013	0.01	0.004
Si	61.262	9.591	16.395	0.009	0.016	0.005
Si	63.992	12.293	16.412	0.012	0.008	-0.007
Si	2.733	0.019	17.71	-0.014	-0.005	0
Si	5.453	2.794	17.709	-0.004	0.009	0.007
Si	2.739	5.466	17.799	-0.012	0.013	-0.009
Si	5.522	8.195	17.768	0.018	-0.005	0.022
Si	2.733	10.932	17.689	0.003	-0.002	-0.021
Si	5.55	13.656	17.724	-0.007	-0.005	0.017
Si	8.177	0.093	17.697	0.017	0.001	-0.004
Si	10.956	2.751	17.627	-0.024	-0.005	-0.013
Si	8.158	5.533	17.663	0.002	0.011	-0.001
Si	10.938	8.256	17.81	-0.003	-0.001	-0.009
Si	8.261	10.907	17.76	0.019	0.02	-0.021
Si	10.896	13.683	17.679	-0.003	-0.023	-0.007
Si	13.7	0.081	17.701	0.014	-0.008	0.006
Si	16.332	2.826	17.667	-0.01	0.011	0.029
Si	13.652	5.556	17.682	-0.001	-0.016	-0.009
Si	16.29	8.258	17.664	-0.002	0.02	0.015
Si	13.575	10.943	17.684	0.012	0.014	-0.001
Si	16.342	13.715	17.604	-0.01	0.004	-0.037
Si	19.125	-0.04	17.655	-0.002	-0.019	0.036
Si	21.751	2.688	17.566	0.002	-0.02	0.003
Si	19.037	5.486	17.52	-0.018	0.008	-0.026
Si	21.773	8.168	17.612	0.005	-0.005	0.029
Si	19.028	11.023	17.646	0.012	0.025	0.009
Si	21.771	13.553	17.632	0.02	0.007	-0.01
Si	24.511	-0.07	17.554	-0.018	-0.02	0.017
Si	27.181	2.629	17.734	0.031	0.015	0.019
Si	24.441	5.393	17.615	-0.021	-0.024	-0.015
Si	27.16	8.022	17.656	0.025	-0.004	0.032
Si	24.419	10.899	17.643	-0.002	0.032	0.007
Si	27.251	13.451	17.585	0.022	-0.014	-0.007
Si	29.908	-0.07	17.642	-0.024	-0.012	-0.013
Si	32.554	2.622	17.712	-0.01	0.001	0.006
Si	29.83	5.348	17.647	0.006	0.021	-0.023
Si	32.564	8.078	17.586	0.01	0.03	-0.005
Si	29.934	10.787	17.593	0.006	-0.012	-0.025
Si	32.589	13.505	17.665	0.002	-0.009	0.003
Si	35.267	-0.018	17.673	-0.007	-0.004	-0.008
Si	38.079	2.624	17.702	0.019	0.015	0.019
Si	35.364	5.287	17.598	0.017	-0.008	-0.018
Si	38.05	8.082	17.643	0.006	-0.003	0.005
Si	35.366	10.81	17.541	0.008	0.015	-0.007
Si	38.02	13.563	17.613	0.012	0.006	0.007
Si	40.798	-0.048	17.59	-0.017	0.012	-0.02
Si	43.502	2.721	17.701	-0.013	-0.006	0.006
Si	40.803	5.396	17.668	0.015	-0.008	-0.025
Si	43.517	8.124	17.612	0.011	0.011	-0.004
Si	40.703	10.865	17.568	-0.019	-0.004	-0.012
Si	43.504	13.572	17.617	-0.017	-0.002	0.006
Si	46.171	0.037	17.653	-0.012	0.01	0.03
Si	48.939	2.703	17.69	-0.009	0.004	0.005
Si	46.225	5.398	17.701	-0.002	0.01	0.01
Si	48.963	8.152	17.75	-0.007	-0.007	0.007
Si	46.267	10.822	17.645	0.019	-0.009	0.005
Si	48.987	13.534	17.589	0.004	-0.033	-0.012
Si	51.657	0.008	17.702	-0.016	-0.004	0.018
Si	54.348	2.764	17.698	0.006	0.022	0.009
Si	51.649	5.467	17.706	0.004	-0.011	0.004
Si	54.346	8.158	17.632	-0.007	0.013	0.002
Si	51.682	10.85	17.684	0.008	0.006	0.012
Si	54.403	13.61	17.72	0.001	-0.009	0.007
Si	57.133	0.029	17.689	-0.001	-0.008	0.004
Si	59.852	2.766	17.795	-0.018	0.001	0.006
Si	57.144	5.416	17.636	0.024	0.001	-0.011
Si	59.838	8.251	17.688	0.004	-0.017	-0.021
Si	57.132	10.96	17.689	-0.016	-0.02	-0.012
Si	59.885	13.659	17.736	-0.02	-0.015	0.014
Si	62.552	0.052	17.79	-0.026	-0.01	0
Si	-0.023	2.786	17.784	-0.016	-0.013	0.01
Si	62.553	5.535	17.813	0.013	0.006	0.01
Si	0.049	8.201	17.789	0	0.011	0.001
Si	62.662	10.935	17.772	-0.01	-0.01	0.01
Si	0.044	13.639	17.837	0.014	-0.008	0.021
Si	1.345	1.355	19.063	-0.009	-0.007	-0.027
Si	4.113	4.093	19.138	-0.022	0	0.001
Si	1.385	6.829	19.169	0.006	-0.027	-0.039
Si	4.145	9.639	19.007	0.001	0.008	-0.009
Si	1.435	12.219	19.159	-0.028	0.008	-0.022
Si	4.137	14.991	19.034	-0.002	0.007	-0.031
Si	6.794	1.44	19.059	0.016	-0.033	-0.029
Si	9.523	4.098	18.874	-0.017	0	-0.024
Si	6.886	6.835	19.17	0.011	-0.003	-0.029
Si	9.564	9.575	19.237	-0.018	-0.009	0.005
Si	6.985	12.341	19.085	0.01	0.023	-0.008
Si	9.605	15.117	19.024	-0.012	0.006	-0.038
Si	12.355	1.47	19.024	0.003	-0.005	-0.013
Si	15.061	4.305	19.071	0.047	0.023	-0.02
Si	12.328	6.868	19.127	0.018	0.019	-0.012
Si	14.925	9.62	19.072	-0.01	-0.003	-0.015
Si	12.197	12.295	19.042	-0.019	-0.005	-0.016
Si	15.107	15.064	19.068	0.001	0.048	-0.015
Si	17.705	1.355	18.889	-0.002	-0.016	-0.047
Si	20.385	4.125	18.844	0.012	0.02	-0.027
Si	17.702	6.838	18.889	-0.005	-0.032	-0.017
Si	20.485	9.68	18.889	0.032	0.019	-0.032
Si	17.66	12.442	19.017	0.008	-0.028	-0.015
Si	20.496	14.877	19.069	-0.001	0.032	-0.005
Si	23.093	1.252	18.874	-0.001	-0.013	-0.045
Si	25.736	4.02	19.024	-0.007	0.019	0.004
Si	23.04	6.699	18.989	-0.022	-0.025	-0.019
Si	25.795	9.486	18.887	0.009	0.006	-0.014
Si	23.035	12.212	19.103	0.003	-0.044	-0.006
Si	25.88	14.825	18.849	-0.009	0.024	-0.038
Si	28.635	1.273	19.096	0.017	0.008	-0.003
Si	31.123	3.972	19.043	-0.029	0.002	-0.037
Si	28.449	6.592	19.086	-0.018	-0.017	0
Si	31.233	9.432	18.998	0.002	-0.009	-0.01
Si	28.606	12.089	19.001	0.007	0.008	-0.018
Si	31.188	14.852	19.035	-0.008	-0.007	-0.023
Si	33.884	1.27	19.128	0.023	-0.008	0.004
Si	36.682	3.953	19.06	-0.01	-0.023	-0.034
Si	33.939	6.652	18.824	-0.002	-0.027	-0.027
Si	36.684	9.485	18.952	0.022	0.032	-0.033
Si	34.012	12.097	18.925	-0.011	0.01	-0.018
Si	36.667	14.946	18.964	0.014	0.003	-0.009
Si	39.533	1.276	19.035	-0.005	0.017	-0.013
Si	42.164	4.091	19.091	0.023	-0.004	0.007
Si	39.422	6.727	19.009	-0.012	0.01	-0.008
Si	42.11	9.53	18.854	-0.002	-0.006	-0.046
Si	39.316	12.158	18.98	0.001	-0.029	-0.041
Si	42.117	14.913	18.955	-0.006	-0.01	-0.007
Si	44.82	1.377	19.11	0.023	-0.014	-0.008
Si	47.564	4.008	19.078	-0.022	-0.021	-0.019
Si	44.87	6.797	19.023	-0.015	0.003	-0.034
Si	47.606	9.527	19.11	0.007	0.017	-0.011
Si	44.889	12.198	18.928	-0.014	-0.003	-0.026
Si	47.604	14.93	18.824	0.016	-0.003	-0.032
Si	50.316	1.392	19.078	0.005	0.015	-0.003
Si	52.975	4.119	19.094	0.004	-0.01	-0.009
Si	50.33	6.802	19.134	0.016	0.015	-0.004
Si	53.044	9.507	19.062	-0.017	0.008	-0.02
Si	50.3	12.191	19.028	-0.007	-0.004	-0.02
Si	52.987	14.937	19.053	-0.008	-0.006	-0.005
Si	55.735	1.392	18.99	0.025	-0.004	-0.042
Si	58.449	4.133	19.119	-0.02	0.015	0.005
Si	55.717	6.749	18.883	-0.008	-0.027	-0.019
Si	58.539	9.668	19.033	0.046	0.023	-0.007
Si	55.768	12.263	19.095	0.009	-0.001	-0.011
Si	58.503	15.023	19.075	0.007	0.006	-0.026
Si	61.202	1.408	19.184	0.006	-0.009	-0.01
Si	63.941	4.198	19.182	0.016	-0.01	-0.028
Si	61.123	6.929	19.114	-0.014	0.006	-0.004
Si	64.037	9.598	19.176	0.03	0.019	-0.023
Si	61.313	12.338	19.084	0.006	0.022	-0.049
Si	63.919	15.032	19.16	0.025	-0.011	-0.008
Si	0.017	0.032	20.511	-0.001	0.033	0.036
Si	2.681	2.719	20.416	-0.003	0.021	0.085
Si	0.046	5.527	20.641	-0.005	0.014	0.046
Si	2.842	8.24	20.346	-0.007	-0.016	0.066
Si	0.115	10.936	20.651	-0.005	0.004	0.057
Si	2.93	13.505	20.415	0.021	-0.021	0.017
Si	5.357	0.155	20.394	-0.034	0.027	0.053
Si	8.239	2.774	20.318	-0.008	0.001	0.05
Si	5.516	5.408	20.492	0.02	0.002	0.037
Si	8.267	8.155	20.654	0.003	-0.016	0.061
Si	5.586	10.939	20.334	-0.011	-0.03	0.037
Si	8.301	13.81	20.445	0.005	-0.018	0.044
Si	10.998	0.122	20.39	-0.007	-0.023	0.033
Si	13.695	2.904	20.342	0.001	0.021	0.03
Si	10.836	5.427	20.23	-0.048	0.01	0.063
Si	13.684	8.209	20.562	-0.015	-0.01	0.053
Si	10.884	11.002	20.59	-0.001	0.029	0.045
Si	13.613	13.717	20.255	-0.004	0.015	0.052
Si	16.515	0.086	20.462	0.008	-0.02	0.088
Si	19.079	2.73	20.133	0.011	-0.005	0.061
Si	16.485	5.643	20.499	-0.036	-0.026	0.049
Si	19.057	8.306	20.037	-0.034	0.026	0.019
Si	16.25	11.133	20.344	-0.06	0.03	0.047
Si	19.034	13.683	20.499	0.013	0.023	0.064
Si	21.957	16.185	20.391	0.026	-0.016	0.058
Si	24.298	2.639	20.276	-0.015	0.025	0.048
Si	21.6	5.374	20.392	0.045	0.028	0.033
Si	24.401	8.166	20.191	0.003	-0.018	0.043
Si	21.65	10.902	20.565	-0.012	0.051	0.082
Si	24.554	13.545	20.292	-0.027	-0.002	0.088
Si	27.244	16.09	20.25	0.014	-0.036	0.03
Si	29.873	2.699	20.624	0.011	-0.027	0.06
Si	27.061	5.224	20.554	0.006	-0.013	0.041
Si	29.834	8.039	20.325	-0.013	0.018	0.049
Si	27.247	10.665	20.298	0.023	-0.019	0.058
Si	29.908	13.444	20.452	-0.011	-0.019	0.026
Si	32.471	16.202	20.467	0.043	0.033	0.055
Si	35.269	2.611	20.499	0.032	0.018	0.043
Si	32.574	5.338	20.222	-0.005	-0.011	0.042
Si	35.299	8.029	20.111	0.013	0.034	0.078
Si	32.741	10.696	20.327	-0.011	-0.005	0.014
Si	35.259	13.572	20.257	-0.024	0.01	0.066
Si	38.118	-0.093	20.327	0.021	-0.003	0.003
Si	40.901	2.647	20.46	-0.024	-0.045	0.073
Si	38.15	5.292	20.383	0.025	-0.042	0.046
Si	40.755	8.216	20.235	0.019	0.021	0.062
Si	37.913	10.84	20.436	0.005	-0.009	0.061
Si	40.765	13.516	20.251	0.008	0.004	0.049
Si	43.415	-0.078	20.377	0.029	0.03	0.075
Si	46.215	2.704	20.549	0.008	-0.003	0.028
Si	43.507	5.495	20.451	0.002	0.008	0.045
Si	46.226	8.147	20.418	0.001	-0.019	0.037
Si	43.483	10.857	20.216	-0.02	0.006	0.045
Si	46.297	13.568	20.179	0.029	-0.018	0.067
Si	48.92	-0.085	20.238	-0.012	-0.009	0.046
Si	51.6	2.788	20.524	-0.025	0.02	0.053
Si	48.918	5.398	20.406	-0.011	0.005	0.064
Si	51.733	8.148	20.503	0.015	-0.006	0.057
Si	48.992	10.859	20.499	0.011	-0.004	0.051
Si	51.633	13.554	20.408	-0.005	-0.019	0.05
Si	54.343	0.038	20.308	0.011	0.014	0.057
Si	57.066	2.719	20.419	-0.016	-0.003	0.069
Si	54.459	5.439	20.378	0.02	-0.012	0.04
Si	56.953	8.306	20.062	-0.053	0.071	-0.019
Si	54.364	10.925	20.44	-0.029	-0.013	0.036
Si	57.169	13.614	20.417	0.006	-0.013	0.046
Si	59.8	0.068	20.535	-0.007	-0.01	0.058
Si	62.536	2.826	20.515	0.004	0.013	0.028
Si	59.67	5.626	20.482	-0.017	0.028	0.031
Si	62.566	8.271	20.437	-0.007	0.004	-0.007
Si	59.991	10.971	20.429	-0.012	-0.037	0.042
Si	62.592	13.705	20.566	-0.033	-0.033	0.04
Si	1.631	14.978	21.597	-0.278	-0.023	-0.683
Si	3.636	1.079	21.783	0.373	0.246	-0.727
Si	1.261	3.878	21.863	0.078	0.222	-0.675
Si	4.368	7.066	21.662	-0.083	-0.223	-0.717
Si	1.527	9.424	21.855	-0.011	0.24	-0.651
Si	4.67	12.535	21.788	-0.379	-0.236	-0.688
Si	6.635	15.015	21.608	0.259	0.088	-0.672
Si	9.831	1.699	21.638	-0.149	-0.225	-0.69
Si	7.084	4.178	21.765	-0.225	-0.063	-0.585
Si	9.348	6.36	21.795	0.088	0.277	-0.719
Si	6.556	9.34	21.75	0.289	0.127	-0.686
Si	9.912	12.796	21.846	-0.164	-0.274	-0.701
Si	12.239	14.938	21.675	0.113	0.195	-0.706
Si	15.329	1.783	21.545	-0.07	-0.223	-0.802
Si	12.009	3.956	21.583	0.274	0.085	-0.699
Si	15.538	7.402	21.867	-0.136	-0.235	-0.679
Si	12.47	9.777	21.841	-0.307	-0.257	-0.638
Si	14.559	12.176	21.691	0.418	0.187	-0.605
Si	18.281	15.513	21.873	-0.216	-0.111	-0.767
Si	20.505	1.378	21.384	0.007	-0.012	-0.451
Si	17.644	3.88	21.578	0.107	0.209	-0.712
Si	20.416	7.137	21.485	-0.007	-0.268	-0.643
Si	17.696	9.662	21.347	0.028	0.011	-0.526
Si	19.816	11.899	21.856	0.288	0.075	-0.644
Si	23.724	15.183	21.762	-0.231	0.014	-0.668
Si	25.745	1.154	21.334	-0.083	-0.002	-0.446
Si	22.621	3.639	21.671	0.065	0.063	-0.645
Si	25.841	6.987	21.558	-0.054	-0.216	-0.56
Si	22.827	9.143	21.637	0.049	0.307	-0.781
Si	26.045	12.209	21.504	-0.166	-0.098	-0.758
Si	28.19	14.472	21.737	0.353	0.313	-0.755
Si	31.138	1.166	21.974	0.116	0.184	-0.65
Si	27.937	3.391	21.94	0.331	0.305	-0.706
Si	31.4	6.832	21.533	-0.102	-0.024	-0.552
Si	28.239	9.041	21.737	0.219	0.196	-0.737
Si	31.643	12.302	21.593	-0.167	-0.041	-0.656
Si	33.72	14.638	21.673	0.128	0.196	-0.799
Si	36.959	1.428	21.652	-0.211	-0.08	-0.724
Si	34.123	4.361	21.658	-0.266	-0.531	-0.563
Si	36.483	6.53	21.404	0.31	0.194	-0.693
Si	33.768	8.932	21.602	0.001	0.238	-0.659
Si	36.705	12.482	21.704	-0.172	-0.386	-0.622
Si	39.152	14.522	21.588	0.21	0.35	-0.776
Si	42.228	1.28	21.912	0.006	0.065	-0.748
Si	39.218	3.638	21.749	0.122	0.235	-0.709
Si	42.302	7.171	21.616	-0.002	-0.202	-0.714
Si	39.677	9.811	21.588	-0.213	-0.165	-0.733
Si	41.975	12.008	21.568	0.165	0.251	-0.694
Si	45.082	15.043	21.469	-0.225	-0.08	-0.774
Si	47.327	0.884	21.623	0.131	0.424	-0.762
Si	45.132	4.435	21.798	-0.171	-0.288	-0.777
Si	47.415	6.59	21.729	0.098	0.267	-0.729
Si	44.564	9.321	21.573	0.166	0.008	-0.686
Si	47.814	12.556	21.641	-0.024	-0.256	-0.769
Si	50.038	14.725	21.646	0.121	0.14	-0.764
Si	53.229	1.572	21.694	-0.2	-0.117	-0.749
Si	50.162	4.124	21.927	0.139	-0.157	-0.758
Si	53.459	7.06	21.707	-0.299	-0.113	-0.766
Si	50.603	9.714	21.848	-0.226	-0.115	-0.723
Si	52.752	11.999	21.771	0.144	0.12	-0.73
Si	55.884	15.177	21.578	-0.087	-0.231	-0.787
Si	58.074	1.106	21.787	0.295	0.202	-0.744
Si	55.466	3.785	21.747	0.215	0.238	-0.781
Si	58.159	7.173	21.579	0.216	-0.311	-0.541
Si	55.584	9.343	21.633	0.059	0.301	-0.66
Si	58.877	12.573	21.687	-0.154	-0.009	-0.73
Si	60.982	14.873	21.88	0.172	0.126	-0.726
Si	64.224	1.75	21.781	-0.043	-0.095	-0.769
Si	61.264	4.435	21.744	-0.224	-0.347	-0.661
Si	63.555	6.635	21.768	0.398	0.241	-0.64
Si	61.612	9.919	21.817	-0.235	-0.152	-0.731
Si	63.8	12.193	21.931	0.251	0.136	-0.726
Si	60.59	2.123	25.876	0.057	0.045	-0.074
Si	10.017	7.638	28.398	0.027	0.015	0.021
Si	1.871	7.012	25.64	-0.002	0.014	-0.011
Si	0.264	7.363	28.014	-0.006	0.09	0.025
Si	2.989	9.76	24.518	-0.042	0.062	-0.132
Si	5.86	3.376	24.513	-0.003	0.044	-0.095
Si	8.258	0.121	23.816	0.001	0.047	-0.017
Si	12.429	0.953	25.88	-0.037	0.007	0.044
Si	5.627	10.822	24.092	0.044	0.141	-0.208
Si	21.196	8.183	25.738	-0.081	0.003	-0.195
Si	11.188	5.458	23.907	-0.019	0.033	-0.027
Si	12.138	10.046	24.819	0.056	0.008	-0.088
Si	18.869	4.118	24.488	-0.12	0.041	-0.126
Si	21.245	4.428	27.898	0.026	0.013	-0.001
Si	13.868	12.594	24.602	-0.025	0.034	-0.057
Si	14.391	8.856	26.739	-0.116	-0.082	-0.074
Si	22.065	15.314	28.723	0.084	-0.07	0.079
Si	16.29	2.268	28.339	-0.038	0.043	-0.039
Si	18.429	13.382	31.284	-0.033	-0.077	0.111
Si	32.12	6.947	28.815	-0.134	-0.002	-0.119
Si	15.045	11.247	28.392	-0.068	0.146	0.113
Si	18.988	6.999	24.29	0.046	-0.006	-0.04
Si	15.869	6.848	24.801	-0.033	0.005	-0.122
Si	25.769	10.876	24.286	0.001	0.084	-0.106
Si	23.053	6.135	26.125	0.014	-0.022	-0.037
Si	28.315	1.284	26.448	-0.05	-0.059	-0.042
Si	26.918	3.861	24.576	0.151	0.01	-0.169
Si	33.086	6.887	25.807	0.054	0.002	0.11
Si	24.919	15.473	29	-0.009	-0.107	0.073
Si	31.614	0.93	24.868	0.076	-0.048	-0.153
Si	27.684	14.492	30.16	0.05	0.054	0.071
Si	34.471	4.447	24.621	-0.066	0.183	-0.127
Si	25.685	2.24	26.789	0.069	0.171	-0.043
Si	30.546	6.196	24.315	-0.066	-0.11	-0.071
Si	32.109	15.498	27.281	-0.027	0.002	-0.094
Si	37.09	10.62	25.917	-0.002	0.075	-0.171
Si	38.161	2.544	26.543	-0.009	0.075	-0.076
Si	34.869	13.237	31.62	0.024	-0.026	0.125
Si	34.544	13.61	27.089	-0.004	0.004	-0.189
Si	41.937	10.928	25.931	-0.022	0.147	-0.043
Si	31.753	11.074	24.347	-0.121	-0.125	-0.179
Si	35.275	1.779	25.871	0.118	0.006	-0.049
Si	40.299	0.535	26.575	0.027	0	0.008
Si	44.181	2.669	24.05	-0.022	-0.12	-0.144
Si	39.716	9.463	24.597	0.037	0.038	-0.147
Si	40.87	10.451	28.554	-0.098	0.158	0.064
Si	43.352	13.419	26.625	-0.078	-0.079	-0.06
Si	49.805	14.09	30.089	0.109	-0.005	0.106
Si	49.014	1.94	23.909	0.08	0.01	-0.128
Si	45.918	0.56	31.007	-0.015	-0.167	0.123
Si	43.365	13.779	23.703	-0.146	-0.059	-0.146
Si	48.653	8.463	23.854	0.04	-0.055	-0.069
Si	46.44	10.718	23.613	-0.009	-0.001	-0.163
Si	44.537	9.771	30.452	0.112	-0.005	0.18
Si	49.561	-0.155	27.876	0.102	0.108	0.087
Si	56.049	12.926	28.767	-0.015	-0.161	0.024
Si	42.635	2.464	26.685	0.04	-0.04	0.037
Si	55.555	1.818	26.507	0.004	0.015	0.004
Si	53.871	12.867	26.44	0.121	-0.025	0.005
Si	57.691	10.243	28.63	-0.047	0.174	0.009
Si	59.758	15.848	26.541	-0.135	0.111	-0.092
Si	62.283	0.535	23.996	-0.037	-0.057	-0.134
Si	54.938	6.315	26.26	0.013	-0.113	-0.105
Si	56.873	5.478	23.864	-0.042	0.059	-0.14
Si	57.075	11.1	23.696	-0.052	-0.059	-0.078
Si	54.097	9.031	30.866	0.086	0.017	0.064
Si	62.994	3.398	29.406	-0.043	-0.001	0.012
Si	7.796	2.082	26.146	-0.083	0.073	-0.148
Si	65.044	7.887	23.895	0.015	0.024	-0.032
Si	61.693	11.023	26.66	-0.105	-0.02	0.055
Si	61.626	5.965	29.505	-0.018	-0.015	-0.049
Si	1.33	11.739	26.279	-0.019	-0.036	-0.13
Si	3.617	1.576	24.929	-0.086	-0.182	-0.148
Si	64.378	4.673	27.009	0.072	0.018	0.003
Si	61.62	4.946	26.553	0.073	-0.042	-0.005
Si	11.979	11.875	29.101	-0.031	0.07	-0.087
Si	0.085	9.026	30.578	0.209	-0.064	-0.047
Si	3.693	15.954	27.235	-0.015	0.112	-0.08
Si	6.213	0.922	28.585	-0.043	-0.082	0.03
Si	0.965	2.549	26.12	0.067	-0.055	-0.065
Si	3.329	5.211	23.928	-0.021	-0.107	-0.237
Si	11.817	14.446	25.935	0.041	-0.007	-0.096
Si	10.026	15.691	31.197	0.013	0.148	0.122
Si	9.287	13.649	24.567	0.001	-0.026	-0.095
Si	13.448	1.01	28.846	0.036	0.029	-0.02
Si	16.652	4.478	26.382	0.037	0.002	0.011
Si	12.873	7.164	28.819	-0.092	-0.045	-0.034
Si	20.991	12.407	24.58	-0.176	0.006	0.01
Si	11.946	14.872	29.086	-0.038	0.013	0.043
Si	14.216	-0.006	23.77	-0.104	-0.058	-0.153
Si	16.413	12.354	26.217	-0.033	0.094	-0.038
Si	17.119	4.491	30.297	0.048	-0.047	0.097
Si	26.885	8.756	25.774	-0.1	0.025	0.102
Si	23.019	0.673	26.207	-0.05	-0.113	0.009
Si	19.064	11.382	26.895	0.093	-0.068	-0.107
Si	25.474	13.837	26.773	-0.052	-0.075	-0.1
Si	23.238	14.358	24.725	-0.057	-0.085	-0.075
Si	27.783	6.07	29.523	-0.06	0.087	-0.124
Si	24.99	7.683	27.759	0.123	0.085	-0.023
Si	27.174	6.063	26.745	0.09	0.069	0.051
Si	24.462	5.254	23.589	-0.148	0.014	-0.1
Si	22.753	5.056	30.307	0.003	-0.05	0.215
Si	24.593	1.469	30.744	-0.031	-0.06	0.1
Si	30.295	3.527	26.062	0.105	0.016	-0.062
Si	25.456	4.045	29.358	-0.045	-0.07	-0.041
Si	44.912	10.123	25.947	0.005	-0.017	0.023
Si	27.793	12.389	26.113	-0.056	0.057	-0.054
Si	30.884	12.763	26.466	0.015	-0.022	0.151
Si	29.933	2.443	30.983	-0.061	-0.047	0.157
Si	36.945	6.227	24.267	-0.125	-0.083	-0.129
Si	32.83	11.203	28.203	-0.113	0.035	-0.029
Si	39.591	4.635	24.647	-0.094	-0.146	-0.098
Si	29.151	-0.072	23.898	-0.066	0.004	-0.09
Si	40.861	15.677	23.793	0.072	0.064	-0.131
Si	35.664	15.873	23.861	0.024	-0.027	-0.202
Si	37.464	4.675	31.328	0.032	-0.036	0.116
Si	34.422	9.477	24.496	-0.012	-0.097	-0.07
Si	44.02	7.418	25.976	0.071	-0.026	-0.002
Si	36.428	13.773	29.256	0.039	0.13	0.062
Si	47.69	11.708	30.184	-0.002	-0.018	0.119
Si	42.381	3.743	29.398	0.014	0.07	-0.05
Si	50.234	4.63	30.255	0.067	-0.085	0.127
Si	47.657	5.978	30.762	0.02	0.084	0.031
Si	45.145	11.703	28.527	0	-0.008	-0.067
Si	48.281	7.546	26.854	0.016	0.105	-0.062
Si	46.065	5.29	26.682	0.028	0.058	0.12
Si	54.438	0.099	31.394	-0.122	0.052	0.104
Si	55.214	8.349	28.413	-0.07	0.002	-0.068
Si	50.819	7.097	28.582	0.021	0.013	0.062
Si	53.007	10.217	26.974	-0.028	-0.024	0.033
Si	51.485	0.149	23.878	-0.109	-0.02	-0.134
Si	53.667	0.381	28.474	0.039	0.177	0.023
Si	51.869	15.013	26.55	0.007	0.073	-0.13
Si	59.711	4.926	31.485	-0.132	-0.023	0.036
Si	57.833	15.46	29.001	0.015	0.077	0.118
Si	64.363	11.657	30.543	-0.14	0.034	0.017
Si	58.936	10.04	25.836	-0.02	0.022	-0.1
Si	54.763	13.298	23.727	-0.077	-0.05	-0.17
Si	61.721	13.819	27.286	-0.116	-0.054	0.03
Si	64.176	15.47	28.47	-0.066	0.001	0.047
Si	53.239	3.809	26.143	-0.03	0.022	0.079
Si	64.527	1.164	30.553	0.003	-0.036	0.102
Si	0.217	13.733	24.061	-0.114	-0.135	-0.07
Si	59.9	5.328	24.14	-0.015	-0.101	-0.183
Si	64.621	0.038	25.635	-0.015	0.017	-0.027
Si	4.255	2.649	30.323	0.057	-0.083	0.267
Si	1.819	1.478	28.898	0.009	-0.033	0.003
Si	7.425	12.138	26.312	0.054	-0.083	-0.081
Si	10.021	10.453	27.04	0.225	-0.01	0.11
Si	1.026	13.991	30.307	-0.01	0.081	0.118
Si	7.103	14.989	30.628	-0.017	0.095	0.044
Si	3.156	13.195	28.343	0.021	-0.013	-0.08
Si	5.464	5.231	31.254	0.005	0.11	0.084
Si	7.42	9.957	30.587	0.043	0.155	0.06
Si	6.049	12.414	29.076	0.056	-0.023	0.071
Si	10.338	10.617	31.348	-0.116	0.102	0.106
Si	16.191	11.167	31.229	0.003	0.049	0.216
Si	19.419	14.083	28.431	0.028	0.047	-0.012
Si	13.247	2.786	31.263	0.002	-0.003	0.139
Si	10.579	3.247	25.673	-0.07	0.056	-0.092
Si	7.782	7.048	30.457	0.107	-0.051	0.299
Si	16.896	15.047	24.626	0.046	-0.001	-0.056
Si	20.545	2.202	25.939	-0.122	0.094	0.02
Si	14.604	5.625	30.805	-0.061	-0.006	0.016
Si	11.509	5.726	26.731	-0.004	0.016	-0.008
Si	18.653	5.976	28.34	-0.07	-0.068	0.064
Si	18.26	0.297	26.85	-0.103	-0.029	0.037
Si	23.057	10.274	24.405	0.025	-0.147	-0.059
Si	21.813	0.349	31.303	0.089	0.021	0.183
Si	21.434	7.755	30.927	-0.055	0.048	0.146
Si	19.876	8.667	28.396	-0.03	0.055	0.046
Si	34.565	2.517	28.733	0.019	0.112	-0.028
Si	25.55	7.795	30.618	0.045	-0.14	0.076
Si	26.366	10.535	31.212	0.062	0.033	0.089
Si	26.72	12.005	28.709	-0.077	0.138	0.062
Si	31.755	3.88	28.908	-0.016	-0.047	-0.065
Si	29.432	9.089	24.624	0.073	0.005	-0.158
Si	34.297	8.626	28.509	0.085	0.115	0.024
Si	30.114	7.169	30.915	-0.082	0.211	0.143
Si	32.748	11.004	31.394	-0.005	-0.074	0.05
Si	36.156	13.109	24.628	0.01	-0.045	-0.162
Si	36.425	7.062	27.004	0.02	-0.038	0.055
Si	41.078	6.182	30.357	-0.015	-0.033	0.222
Si	38.97	12.487	29.07	0.109	0.029	0.028
Si	37.046	9.309	28.662	0.062	0.009	-0.03
Si	29.813	0.096	28.862	0.018	0.084	0.178
Si	36.426	1.744	30.946	0.015	0.009	-0.007
Si	39.43	8.581	30.437	-0.149	-0.087	0.04
Si	36.876	4.447	28.451	0.015	0.029	0.068
Si	45.075	5.255	29.485	-0.076	-0.058	-0.047
Si	41.427	12.608	30.34	-0.087	0.08	0.139
Si	38.277	15.896	30.738	0.001	-0.009	0.126
Si	43.124	1.049	30.59	0.033	-0.064	0.106
Si	40.453	14.927	28.962	-0.027	-0.168	-0.037
Si	41.377	6.869	24.505	-0.052	0.001	-0.132
Si	52.318	7.61	26.072	-0.095	-0.031	-0.089
Si	43.29	7.628	28.867	0.098	-0.049	0.099
Si	43.767	16.107	27.885	0.036	-0.021	0.018
Si	46.618	2.481	25.673	-0.017	-0.2	-0.066
Si	51.453	2.404	28.323	0.009	-0.041	-0.007
Si	47.436	8.866	29.427	0.027	-0.034	0.101
Si	51.006	9.385	30.642	0.042	-0.044	0.034
Si	51.73	11.961	29.342	0.003	-0.129	-0.052
Si	46.597	0.452	27.94	-0.002	0.021	0.069
Si	54.294	11.951	30.8	-0.02	-0.077	0.171
Si	56.328	2.63	31.57	-0.031	-0.033	0.075
Si	57.376	2.182	28.802	0.054	-0.057	-0.025
Si	51.987	5.637	23.985	-0.056	0.022	0.007
Si	61.558	11.968	29.361	-0.042	-0.037	0.069
Si	59.881	8.321	23.558	-0.019	0.083	0.062
Si	60.088	2.358	29.803	-0.012	0.109	0.089
Si	59.606	15.953	31.293	0.049	0.016	0.014
Si	62.82	7.63	31.444	-0.052	-0.085	-0.028
Si	64.37	9.643	26.242	0.11	0.034	-0.025
Si	58.116	1.307	24.863	-0.041	-0.01	-0.06
Si	59.352	10.935	31.195	-0.02	-0.018	-0.016
Si	1.388	14.928	5.481	0.009	-0.004	-0.002
Si	4.074	1.403	5.534	-0.005	0.01	0.003
Si	1.446	4.06	5.534	0.024	-0.001	0.009
Si	4.098	6.836	5.532	0.005	-0.011	0.016
Si	1.353	9.553	5.487	-0.004	0.015	0.005
Si	4.045	12.311	5.481	0.006	0.037	0.004
Si	6.765	15.034	5.564	0.004	0.01	0.015
Si	9.47	1.434	5.509	-0.006	-0.004	0.001
Si	6.788	4.138	5.521	-0.005	-0.004	0
Si	9.469	6.841	5.528	-0.006	-0.01	0.012
Si	6.774	9.563	5.521	-0.011	0.004	0.006
Si	9.506	12.282	5.528	0.004	-0.003	0.003
Si	12.196	15.023	5.494	0.02	0.001	0.009
Si	14.911	1.438	5.444	0.001	-0.008	0.004
Si	12.221	4.106	5.499	0.003	-0.007	0.004
Si	14.896	6.866	5.412	-0.011	0.005	-0.004
Si	12.177	9.557	5.491	-0.005	-0.019	-0.001
Si	14.91	12.316	5.47	-0.003	-0.006	0.004
Si	17.625	15.03	5.412	-0.01	-0.001	-0.001
Si	20.354	1.43	5.38	-0.022	0.006	0.007
Si	17.63	4.153	5.386	-0.001	-0.003	0.004
Si	20.359	6.857	5.36	-0.005	0.008	-0.004
Si	17.595	9.575	5.404	0.005	0.001	0.005
Si	20.344	12.304	5.391	-0.007	-0.005	0.006
Si	23.088	14.966	5.323	-0.007	0	-0.015
Si	25.812	1.359	5.338	-0.006	0.008	-0.003
Si	23.1	4.126	5.338	-0.003	-0.013	0.004
Si	25.84	6.815	5.264	-0.006	-0.015	-0.008
Si	23.115	9.529	5.318	0.006	0.005	0.001
Si	25.815	12.185	5.311	0.006	0.007	0.002
Si	28.541	14.9	5.344	0.006	0.008	0.001
Si	31.2	1.314	5.445	0.01	0.012	0.019
Si	28.493	4.074	5.359	-0.001	-0.005	0.005
Si	31.233	6.782	5.395	-0.002	-0.013	0.008
Si	28.524	9.461	5.266	-0.002	0.015	-0.008
Si	31.252	12.167	5.312	0.016	0.01	-0.008
Si	33.962	14.861	5.438	0.01	-0.007	0.012
Si	36.735	1.334	5.472	0.001	0.02	0.015
Si	33.984	4.079	5.449	0.002	0.001	0.027
Si	36.77	6.788	5.425	-0.004	-0.005	0.015
Si	33.992	9.527	5.412	-0.003	0.005	0.008
Si	36.73	12.195	5.396	0.003	0.004	-0.002
Si	39.487	14.943	5.402	0.009	-0.015	0.012
Si	42.151	1.337	5.446	-0.01	-0.001	0.016
Si	39.466	4.084	5.475	-0.011	-0.005	0.014
Si	42.161	6.816	5.4	-0.017	0.009	-0.004
Si	39.482	9.478	5.374	-0.004	-0.016	0.007
Si	42.211	12.213	5.37	0.002	-0.006	0.008
Si	44.942	14.907	5.394	0.015	-0.015	-0.006
Si	47.619	1.312	5.41	0	0.002	-0.008
Si	44.924	4.062	5.438	-0.012	-0.004	0.018
Si	47.591	6.816	5.492	-0.021	0.008	0.006
Si	44.904	9.582	5.388	0.008	0.014	-0.005
Si	47.629	12.265	5.368	0.006	0.019	-0.006
Si	50.339	14.93	5.41	0.025	0.012	-0.002
Si	53.026	1.329	5.539	-0.002	0.008	0.011
Si	50.342	4.012	5.508	0.022	-0.008	0.021
Si	53.068	6.771	5.55	0.002	0.004	0.022
Si	50.366	9.516	5.476	-0.01	0.002	0.012
Si	53.07	12.257	5.482	-0.015	0.015	0.005
Si	55.805	14.94	5.439	0.015	-0.009	-0.012
Si	58.524	1.33	5.501	0.008	0.008	0.005
Si	55.824	4.024	5.587	-0.014	-0.01	0.003
Si	58.591	6.788	5.53	-0.018	-0.003	-0.002
Si	55.832	9.493	5.543	0.007	-0.014	0.015
Si	58.542	12.215	5.489	-0.003	-0.014	0
Si	61.283	14.915	5.462	0.022	-0.016	-0.021
Si	64	1.285	5.523	0.015	0.008	0.009
Si	61.216	4.041	5.519	-0.001	-0.004	-0.001
Si	63.968	6.808	5.505	0.003	0.009	0.011
Si	61.267	9.506	5.453	-0.013	-0.011	-0.004
Si	63.925	12.22	5.437	-0.001	0.006	-0.001
Si	2.718	0.005	6.857	0.007	-0.006	-0.014
Si	5.426	2.778	6.884	-0.012	0.021	-0.003
Si	2.771	5.447	6.892	0.005	-0.013	-0.002
Si	5.434	8.207	6.89	-0.015	-0.005	-0.003
Si	2.698	10.934	6.846	-0.009	-0.002	-0.01
Si	5.408	13.64	6.877	0.009	-0.006	-0.008
Si	8.14	0.072	6.893	-0.021	0.004	-0.003
Si	10.848	2.773	6.862	0	0.006	-0.007
Si	8.137	5.48	6.895	0.01	0.001	-0.003
Si	10.842	8.202	6.864	0.003	-0.004	-0.001
Si	8.138	10.925	6.873	0.008	0	-0.003
Si	10.86	13.657	6.867	-0.002	-0.006	-0.006
Si	13.577	0.064	6.821	0.001	-0.002	-0.005
Si	16.296	2.791	6.778	-0.002	0.001	0.003
Si	13.579	5.499	6.813	0.005	-0.013	0
Si	16.261	8.215	6.779	0.002	0.007	-0.005
Si	13.556	10.936	6.815	0.004	0.007	-0.004
Si	16.294	13.666	6.798	0.005	0.004	0.001
Si	19.005	0.066	6.752	0.003	0.006	0.001
Si	21.747	2.765	6.719	0.007	0.001	0.003
Si	19.011	5.496	6.738	-0.001	-0.002	-0.006
Si	21.748	8.189	6.706	0.008	-0.006	0.005
Si	18.998	10.919	6.741	-0.003	0.004	0.006
Si	21.732	13.642	6.729	-0.006	0.002	0.004
Si	24.454	-0.008	6.695	0.019	-0.001	0.004
Si	27.146	2.715	6.726	-0.013	0.005	0.009
Si	24.479	5.473	6.676	0.005	-0.014	0.007
Si	27.18	8.137	6.679	0.008	-0.004	-0.01
Si	24.455	10.871	6.707	-0.003	0.001	0.004
Si	27.17	13.546	6.689	-0.003	-0.008	0.009
Si	29.858	16.254	6.765	0.002	0.002	0
Si	32.615	2.676	6.762	0.009	-0.01	-0.004
Si	29.881	5.402	6.734	0.006	0.003	-0.002
Si	32.617	8.14	6.74	0.011	0.006	-0.006
Si	29.88	10.817	6.667	-0.008	-0.002	0.003
Si	32.59	13.5	6.753	0.006	0.002	-0.006
Si	35.338	16.263	6.766	-0.007	-0.002	-0.008
Si	38.09	2.708	6.812	0.001	0.003	0.002
Si	35.367	5.439	6.777	0.001	-0.004	-0.005
Si	38.122	8.143	6.778	-0.002	0	-0.005
Si	35.36	10.861	6.777	-0.016	0.002	-0.007
Si	38.097	13.572	6.74	0.005	-0.001	-0.001
Si	40.81	-0.029	6.803	0.002	0.013	-0.004
Si	43.537	2.702	6.781	-0.001	0.002	0.001
Si	40.829	5.453	6.801	-0.003	-0.002	-0.002
Si	43.54	8.183	6.741	0.003	-0.008	-0.014
Si	40.829	10.86	6.733	0	0.008	-0.005
Si	43.571	13.552	6.756	0.011	-0.011	0
Si	46.26	-0.036	6.779	-0.006	0.005	0.007
Si	48.956	2.661	6.823	-0.003	0.004	-0.003
Si	46.241	5.433	6.824	0.008	-0.003	-0.003
Si	48.984	8.163	6.826	0.007	-0.008	-0.005
Si	46.273	10.91	6.76	-0.005	0.002	0.002
Si	48.965	13.601	6.78	-0.006	0.01	-0.003
Si	51.682	16.256	6.842	0.007	-0.002	0.001
Si	54.415	2.68	6.893	-0.003	0.007	-0.004
Si	51.697	5.393	6.866	0.012	-0.004	0
Si	54.448	8.139	6.88	0.002	0.004	0
Si	51.719	10.878	6.836	0.011	-0.002	-0.005
Si	54.439	13.611	6.832	-0.014	0	-0.001
Si	57.151	-0.033	6.839	0.008	-0.002	-0.009
Si	59.859	2.701	6.881	-0.009	0.004	-0.001
Si	57.188	5.438	6.881	-0.003	0.001	-0.01
Si	59.932	8.161	6.869	0.004	0.009	-0.004
Si	57.18	10.879	6.873	-0.014	0.003	0.001
Si	59.911	13.575	6.838	0.006	-0.002	0.001
Si	62.609	16.275	6.865	0.008	-0.005	-0.005
Si	0.041	2.711	6.864	-0.013	-0.004	-0.014
Si	62.593	5.435	6.848	-0.009	-0.001	-0.011
Si	0.024	8.183	6.869	0.003	-0.007	0.002
Si	62.589	10.882	6.839	-0.009	0.008	-0.009
Si	0.01	13.578	6.828	-0.008	-0.012	-0.007
Si	1.381	1.364	8.238	0.007	0.004	0
Si	4.099	4.114	8.278	0.002	0.009	0.01
Si	1.383	6.815	8.222	-0.001	-0.012	-0.008
Si	4.062	9.574	8.217	0.013	-0.002	-0.008
Si	1.358	12.264	8.234	0.001	0.002	0.002
Si	4.073	14.998	8.245	0.001	-0.011	0.003
Si	6.787	1.425	8.248	0.028	0.011	-0.007
Si	9.511	4.133	8.236	0.007	0.012	0.005
Si	6.785	6.845	8.248	-0.004	-0.008	-0.004
Si	9.5	9.57	8.224	0.004	-0.007	-0.007
Si	6.779	12.283	8.226	-0.017	-0.004	-0.005
Si	9.5	15.012	8.226	-0.01	-0.007	-0.004
Si	12.216	1.405	8.195	-0.012	-0.014	-0.006
Si	14.947	4.14	8.159	0.006	0.011	-0.007
Si	12.221	6.843	8.193	-0.002	0.007	-0.001
Si	14.925	9.574	8.158	-0.009	-0.011	0.004
Si	12.227	12.296	8.2	0.003	0.01	0.002
Si	14.944	15.023	8.164	0.002	0.003	0.003
Si	17.656	1.418	8.127	-0.011	-0.01	-0.001
Si	20.38	4.119	8.083	-0.012	-0.007	-0.011
Si	17.653	6.852	8.109	0.009	0.003	-0.006
Si	20.383	9.549	8.076	0.01	0.012	-0.008
Si	17.659	12.281	8.123	0.003	-0.001	-0.004
Si	20.379	15.008	8.091	0.001	0.01	-0.008
Si	23.105	1.371	8.062	-0.006	0.002	-0.004
Si	25.798	4.088	8.071	-0.003	-0.012	-0.005
Si	23.106	6.812	8.057	0.003	0.013	-0.014
Si	25.823	9.501	8.054	-0.007	0.007	-0.006
Si	23.095	12.247	8.065	0.007	0.001	-0.007
Si	25.816	14.932	8.048	-0.012	-0.006	-0.011
Si	28.506	1.332	8.088	0.001	-0.008	-0.005
Si	31.252	4.048	8.101	0.005	0.005	-0.004
Si	28.521	6.775	8.073	-0.008	-0.016	0.002
Si	31.238	9.488	8.08	0.005	-0.004	-0.007
Si	28.537	12.189	8.051	0.006	0.011	-0.005
Si	31.245	14.896	8.101	0.003	0.005	-0.002
Si	33.976	1.31	8.115	-0.002	0.005	0.01
Si	36.702	4.058	8.144	-0.013	-0.014	0.006
Si	33.983	6.787	8.115	0.009	0.005	0.005
Si	36.726	9.489	8.122	-0.002	-0.002	-0.003
Si	33.974	12.189	8.132	0.008	0.001	0.005
Si	36.721	14.916	8.113	0.002	0	-0.005
Si	39.448	1.335	8.155	0.005	0.002	0.002
Si	42.183	4.071	8.143	0.012	0.018	0
Si	39.449	6.781	8.16	-0.007	-0.005	0.002
Si	42.174	9.511	8.123	-0.005	0.003	-0.009
Si	39.451	12.206	8.103	-0.009	-0.007	0
Si	42.189	14.914	8.121	-0.008	0.001	-0.006
Si	44.889	1.327	8.135	-0.003	0.003	-0.006
Si	47.604	4.052	8.163	-0.005	-0.004	0
Si	44.868	6.81	8.138	-0.003	-0.006	0.005
Si	47.608	9.533	8.148	-0.005	-0.005	-0.008
Si	44.911	12.225	8.154	0.01	0.014	-0.004
Si	47.617	14.946	8.163	0	-0.001	-0.002
Si	50.327	1.318	8.188	0.002	-0.01	-0.008
Si	53.069	4.062	8.234	0.017	0.011	0.004
Si	50.329	6.781	8.186	-0.002	-0.007	-0.006
Si	53.075	9.518	8.204	0.006	-0.008	0.003
Si	50.328	12.24	8.16	0.004	0.004	-0.008
Si	53.068	14.94	8.207	0.003	0.006	0.004
Si	55.792	1.32	8.221	-0.022	-0.005	0
Si	58.522	4.073	8.247	0.003	-0.002	-0.002
Si	55.81	6.788	8.235	0.004	0.006	0.004
Si	58.545	9.517	8.221	0.002	0.009	-0.004
Si	55.796	12.243	8.2	0.01	-0.009	-0.006
Si	58.535	14.943	8.192	-0.011	-0.003	-0.012
Si	61.246	1.343	8.211	0.004	0.006	-0.004
Si	63.951	4.081	8.211	-0.001	-0.008	0.001
Si	61.262	6.798	8.237	0.009	0.009	0
Si	63.948	9.542	8.225	0.005	0.001	-0.005
Si	61.245	12.231	8.224	0.006	-0.005	0.006
Si	63.959	14.936	8.228	-0.018	-0.006	0
Si	0.016	0.007	9.591	-0.002	-0.001	-0.009
Si	2.726	2.739	9.603	0.005	-0.002	-0.005
Si	0.018	5.454	9.579	-0.004	0.005	-0.007
Si	2.728	8.193	9.585	-0.001	0.007	-0.009
Si	0.016	10.901	9.599	-0.006	0.004	0.002
Si	2.716	13.632	9.596	-0.008	0.002	-0.003
Si	5.435	0.045	9.598	-0.007	0.007	-0.008
Si	8.156	2.777	9.6	-0.013	0.001	-0.003
Si	5.447	5.488	9.622	0	-0.007	0.005
Si	8.151	8.21	9.587	0.002	-0.005	-0.006
Si	5.426	10.923	9.584	0.003	0.005	-0.004
Si	8.142	13.649	9.577	0.005	-0.001	-0.003
Si	10.872	0.052	9.572	0.011	0.004	-0.002
Si	13.588	2.778	9.523	-0.007	0.002	-0.004
Si	10.874	5.496	9.572	-0.004	-0.016	0.003
Si	13.583	8.217	9.531	-0.002	0.001	0.001
Si	10.87	10.936	9.56	-0.005	0.002	-0.003
Si	13.596	13.662	9.534	0.011	-0.002	-0.004
Si	16.312	0.06	9.504	0	-0.005	0.004
Si	19.035	2.77	9.468	0.01	0.008	0.004
Si	16.314	5.501	9.499	0.005	-0.009	0.002
Si	19.028	8.199	9.459	-0.002	-0.009	0.003
Si	16.304	10.932	9.497	0.006	0.006	-0.002
Si	19.032	13.64	9.461	0.001	-0.003	0
Si	21.753	0.026	9.447	-0.004	0.002	0.007
Si	24.456	2.72	9.437	0.006	0.01	0.009
Si	21.75	5.462	9.44	0.004	-0.008	0.002
Si	24.464	8.155	9.429	0.002	-0.011	0.004
Si	21.743	10.895	9.44	-0.005	0.005	0.009
Si	24.466	13.587	9.429	-0.003	0.003	0.005
Si	27.162	-0.039	9.441	-0.012	0.007	0.006
Si	29.89	2.677	9.447	0.014	0	-0.002
Si	27.173	5.416	9.441	-0.006	0.001	0.003
Si	29.891	8.118	9.444	0.005	0.01	-0.006
Si	27.182	10.844	9.431	0.004	-0.004	0.004
Si	29.883	13.538	9.447	0.004	-0.003	-0.001
Si	32.61	16.264	9.457	0.016	-0.007	0.004
Si	35.334	2.677	9.478	0.009	0.002	0.003
Si	32.62	5.404	9.462	0.007	-0.008	0
Si	35.351	8.13	9.481	-0.001	0.005	-0.003
Si	32.603	10.822	9.468	0.002	-0.007	0.002
Si	35.347	13.559	9.469	-0.013	0.008	0
Si	38.068	-0.036	9.485	-0.004	0.008	-0.004
Si	40.81	2.704	9.496	-0.002	-0.008	-0.004
Si	38.072	5.411	9.5	0	0.006	-0.004
Si	40.816	8.147	9.497	0	-0.006	0
Si	38.086	10.852	9.476	-0.004	0.008	-0.004
Si	40.806	13.565	9.476	0.009	-0.008	-0.006
Si	43.526	-0.033	9.494	0.008	-0.008	-0.002
Si	46.238	2.691	9.51	-0.002	0.001	0.003
Si	43.528	5.435	9.506	-0.008	0.005	0.002
Si	46.241	8.16	9.495	0	-0.002	-0.002
Si	43.533	10.86	9.495	0.016	-0.001	-0.003
Si	46.256	13.586	9.522	-0.009	0.002	0.008
Si	48.966	-0.026	9.546	-0.002	0.006	0.001
Si	51.687	2.689	9.552	0.003	0.001	-0.004
Si	48.962	5.414	9.525	-0.001	-0.002	0.001
Si	51.698	8.147	9.539	0.009	0.003	-0.001
Si	48.97	10.878	9.522	-0.006	0.005	-0.004
Si	51.692	13.581	9.543	0.013	0.002	0.002
Si	54.42	-0.021	9.575	0.002	-0.011	0.007
Si	57.141	2.709	9.576	-0.006	0.012	-0.008
Si	54.433	5.43	9.581	-0.001	-0.004	0.001
Si	57.169	8.164	9.578	-0.01	-0.009	-0.006
Si	54.436	10.881	9.559	-0.003	0.011	0
Si	57.165	13.598	9.56	-0.01	0.003	-0.004
Si	59.874	-0.003	9.568	0	-0.006	-0.007
Si	62.589	2.725	9.575	-0.007	0.007	0
Si	59.885	5.447	9.592	-0.008	0.002	0
Si	62.603	8.175	9.596	-0.001	-0.006	0.001
Si	59.884	10.883	9.591	-0.003	-0.003	-0.001
Si	62.593	13.599	9.593	0.009	-0.01	0.008
Si	1.372	14.989	10.966	0.008	-0.004	0.003
Si	4.084	1.397	10.968	-0.007	0.009	0.002
Si	1.364	4.102	10.955	-0.002	-0.007	-0.002
Si	4.083	6.849	10.966	0.012	-0.007	0.004
Si	1.38	9.546	10.958	-0.001	-0.011	-0.001
Si	4.083	12.279	10.954	0.001	-0.003	-0.003
Si	6.8	15.007	10.951	0.005	-0.01	0.005
Si	9.522	1.412	10.94	-0.004	0.003	-0.001
Si	6.81	4.134	10.97	0.009	0.012	0.01
Si	9.517	6.855	10.933	0.001	0.012	-0.001
Si	6.793	9.569	10.94	-0.007	-0.005	-0.002
Si	9.514	12.292	10.921	0.001	0.002	-0.004
Si	12.247	15.014	10.909	-0.003	-0.019	0.001
Si	14.954	1.415	10.869	0.002	0.002	-0.003
Si	12.239	4.129	10.904	-0.002	0.008	-0.002
Si	14.956	6.857	10.87	0.002	0.006	-0.003
Si	12.238	9.577	10.903	0.001	-0.009	0.001
Si	14.961	12.296	10.872	-0.005	0.001	0.004
Si	17.678	14.998	10.832	0.004	0.006	-0.004
Si	20.401	1.394	10.811	-0.01	-0.002	-0.001
Si	17.682	4.133	10.838	-0.004	0	-0.006
Si	20.392	6.825	10.808	0.007	0.004	-0.006
Si	17.671	9.558	10.832	0.008	0.008	-0.003
Si	20.391	12.263	10.804	0	0.006	-0.003
Si	23.114	14.958	10.789	0.005	0	-0.005
Si	25.816	1.34	10.793	-0.012	-0.004	-0.004
Si	23.1	4.082	10.801	-0.012	-0.015	-0.002
Si	25.814	6.78	10.792	0	-0.005	-0.009
Si	23.105	9.519	10.792	0.004	0.001	-0.008
Si	25.824	12.215	10.79	-0.004	0.01	-0.008
Si	28.528	14.911	10.802	0.009	0	-0.002
Si	31.251	1.313	10.811	0.001	-0.01	-0.001
Si	28.534	4.043	10.801	-0.008	-0.006	-0.004
Si	31.248	6.755	10.817	0.003	0.008	0
Si	28.535	9.479	10.804	-0.004	-0.005	-0.003
Si	31.243	12.187	10.82	0.004	0.019	0.002
Si	33.978	14.915	10.819	0.013	0.006	0.002
Si	36.702	1.323	10.839	-0.009	-0.006	0.008
Si	33.969	4.033	10.835	0.002	-0.006	0.007
Si	36.698	6.76	10.85	-0.01	-0.006	0.003
Si	33.968	9.47	10.835	-0.007	0.001	0.004
Si	36.707	12.198	10.83	0.003	-0.004	-0.002
Si	39.431	14.921	10.837	-0.003	0.008	-0.002
Si	42.159	1.331	10.85	-0.002	0.013	-0.003
Si	39.431	4.045	10.856	-0.002	0.005	0.002
Si	42.162	6.781	10.866	0.002	-0.009	0.004
Si	39.436	9.49	10.849	0.002	-0.003	0.001
Si	42.162	12.213	10.849	-0.005	-0.006	0
Si	44.884	14.942	10.869	0.009	0.001	0.004
Si	47.6	1.345	10.885	0	-0.003	0
Si	44.879	4.061	10.861	0.005	0.006	0.004
Si	47.592	6.785	10.856	-0.006	0.002	-0.004
Si	44.882	9.503	10.869	-0.011	-0.005	0.006
Si	47.609	12.225	10.89	0.001	0.011	0.003
Si	50.333	14.942	10.906	0.001	0.001	0
Si	53.053	1.345	10.92	0.01	0.007	0.005
Si	50.322	4.061	10.893	0.006	0.004	0
Si	53.055	6.798	10.913	0.011	0.006	0.004
Si	50.332	9.514	10.883	-0.003	-0.013	0
Si	53.06	12.234	10.907	-0.006	-0.01	0.005
Si	55.797	14.95	10.92	0.007	-0.001	-0.004
Si	58.515	1.365	10.929	-0.01	0.003	-0.006
Si	55.786	4.071	10.94	-0.004	0	0.006
Si	58.52	6.809	10.948	0.003	0.002	0.002
Si	55.797	9.528	10.925	0.005	0.003	0.002
Si	58.52	12.251	10.939	-0.001	-0.006	0.001
Si	61.232	14.973	10.942	-0.001	0.001	-0.001
Si	63.943	1.379	10.95	-0.004	-0.005	0
Si	61.242	4.091	10.948	0.001	0.003	0.002
Si	63.959	6.819	10.956	0.011	-0.001	0.002
Si	61.238	9.532	10.957	0	0.005	0.001
Si	63.948	12.26	10.967	-0.008	0.001	0.008
Si	2.722	0.04	12.325	0.003	0	-0.003
Si	5.445	2.768	12.314	0.003	-0.006	-0.004
Si	2.716	5.476	12.309	-0.017	-0.005	-0.007
Si	5.455	8.209	12.317	0.003	0.013	0.001
Si	2.743	10.907	12.318	0.004	0.005	-0.007
Si	5.442	13.645	12.31	-0.015	-0.01	-0.002
Si	8.172	0.046	12.301	0.001	0.008	0.009
Si	10.886	2.782	12.283	0.001	-0.004	-0.004
Si	8.172	5.503	12.313	0.009	-0.002	0.001
Si	10.882	8.224	12.267	-0.005	-0.004	-0.003
Si	8.158	10.935	12.283	-0.004	-0.002	-0.005
Si	10.891	13.648	12.262	-0.005	-0.001	-0.003
Si	13.613	0.061	12.253	-0.005	0.005	0.005
Si	16.323	2.781	12.201	0.006	0.001	0
Si	13.6	5.503	12.236	-0.004	-0.014	0.002
Si	16.317	8.218	12.219	-0.006	-0.009	0
Si	13.609	10.942	12.241	0.004	0.012	-0.004
Si	16.324	13.659	12.218	0.012	-0.004	0.002
Si	19.047	0.036	12.169	0.005	-0.006	-0.003
Si	21.76	2.731	12.187	0.004	0.01	0.013
Si	19.042	5.483	12.198	0.001	-0.009	0.011
Si	21.75	8.173	12.171	-0.005	-0.004	0.007
Si	19.032	10.919	12.179	-0.003	-0.001	0.003
Si	21.766	13.601	12.159	-0.006	0.004	0.013
Si	24.47	-0.017	12.162	0.003	0.009	0.005
Si	27.185	2.677	12.164	0.006	-0.001	0.003
Si	24.465	5.427	12.162	0.006	0.009	0.006
Si	27.181	8.111	12.161	-0.008	0.002	-0.006
Si	24.471	10.858	12.158	0	-0.003	0.007
Si	27.181	13.552	12.176	-0.007	-0.002	0.004
Si	29.895	-0.053	12.164	0.006	0.005	0.004
Si	32.608	2.662	12.191	0.003	0.002	0.006
Si	29.894	5.385	12.177	0.004	-0.001	0.002
Si	32.61	8.098	12.193	0.015	-0.006	-0.002
Si	29.887	10.826	12.184	0.008	-0.011	0.007
Si	32.614	13.549	12.168	0.011	0.002	-0.001
Si	35.335	-0.046	12.181	-0.006	-0.001	-0.001
Si	38.059	2.681	12.21	0.004	-0.007	0
Si	35.334	5.385	12.202	0.005	0.005	0.001
Si	38.067	8.116	12.2	0	-0.001	0.002
Si	35.336	10.834	12.182	-0.003	0.004	0.001
Si	38.061	13.56	12.196	-0.006	-0.005	-0.001
Si	40.778	-0.024	12.199	0.002	-0.003	-0.002
Si	43.514	2.695	12.213	-0.002	-0.005	0.002
Si	40.795	5.406	12.208	-0.002	0.013	-0.005
Si	43.527	8.134	12.229	0.003	0.001	0.002
Si	40.802	10.845	12.205	0.001	0.012	-0.002
Si	43.512	13.58	12.216	0.005	0.005	-0.002
Si	46.24	-0.02	12.236	-0.007	0.005	-0.002
Si	48.955	2.708	12.252	-0.003	0.001	0.002
Si	46.24	5.421	12.221	0.001	0.007	-0.002
Si	48.956	8.14	12.213	-0.01	-0.011	-0.01
Si	46.237	10.861	12.238	0.004	-0.005	0.003
Si	48.97	13.579	12.257	0	-0.003	0.002
Si	51.685	-0.011	12.272	0.001	-0.003	0.002
Si	54.409	2.711	12.282	-0.003	0.005	0.004
Si	51.681	5.427	12.251	0	-0.007	0.001
Si	54.415	8.168	12.267	-0.004	-0.004	-0.008
Si	51.694	10.871	12.252	0.014	0.008	0.006
Si	54.425	13.596	12.267	0.008	0.007	-0.004
Si	57.146	0.006	12.277	-0.007	-0.005	-0.006
Si	59.864	2.738	12.296	-0.003	-0.002	-0.002
Si	57.147	5.447	12.293	-0.004	-0.002	-0.003
Si	59.874	8.175	12.314	-0.003	0	-0.003
Si	57.155	10.891	12.291	-0.009	-0.001	0.002
Si	59.873	13.622	12.306	-0.001	0.007	0.002
Si	62.58	0.026	12.309	-0.007	0.001	-0.003
Si	0.007	2.748	12.326	-0.004	-0.001	-0.001
Si	62.596	5.461	12.314	-0.002	0.007	-0.003
Si	0.029	8.186	12.324	0.003	0.002	0.007
Si	62.586	10.905	12.32	0.003	-0.014	0.003
Si	0.023	13.628	12.329	-0.006	0.003	0.004
Si	1.361	1.392	13.694	0.006	-0.003	0.003
Si	4.075	4.125	13.666	0	0.011	-0.001
Si	1.378	6.828	13.696	0.013	-0.006	0.008
Si	4.107	9.558	13.69	0.007	-0.007	0.004
Si	1.396	12.27	13.679	0.004	-0.012	0.003
Si	4.092	15.01	13.672	-0.007	0.004	0.001
Si	6.819	1.415	13.656	-0.004	-0.001	0.013
Si	9.547	4.154	13.657	-0.01	0.011	0.004
Si	6.821	6.863	13.679	-0.005	-0.006	0.006
Si	9.532	9.586	13.628	0.003	0.002	0.001
Si	6.807	12.282	13.658	0.003	0.012	0.003
Si	9.549	14.998	13.637	0.022	-0.028	0.006
Si	12.254	1.416	13.62	-0.005	0.007	0.004
Si	14.97	4.142	13.569	0.005	0.005	0
Si	12.248	6.862	13.606	-0.006	0.004	0.003
Si	14.965	9.583	13.594	0.002	0.006	0.002
Si	12.26	12.299	13.613	-0.003	-0.008	-0.002
Si	14.986	15.024	13.603	0.003	-0.008	0.014
Si	17.686	1.398	13.525	-0.003	0.009	-0.015
Si	20.4	4.099	13.543	0.008	-0.006	0.005
Si	17.683	6.855	13.562	-0.007	0.008	-0.003
Si	20.391	9.549	13.526	-0.001	0.003	-0.008
Si	17.677	12.276	13.552	0.013	-0.001	0.006
Si	20.413	14.98	13.503	-0.012	0.01	-0.004
Si	23.125	1.344	13.532	-0.002	-0.02	-0.002
Si	25.823	4.045	13.511	0.003	-0.005	-0.008
Si	23.113	6.798	13.522	-0.01	-0.007	0
Si	25.83	9.479	13.51	0.008	-0.012	-0.007
Si	23.113	12.219	13.52	0.006	0.002	0.005
Si	25.827	14.932	13.523	-0.015	0.011	-0.007
Si	28.543	1.305	13.531	0.002	-0.008	-0.002
Si	31.237	4.013	13.554	-0.001	-0.001	0.01
Si	28.52	6.734	13.533	-0.01	0.009	-0.001
Si	31.243	9.458	13.545	-0.005	0.002	0.006
Si	28.526	12.178	13.555	-0.008	0.018	0.014
Si	31.256	14.907	13.527	0.003	-0.003	-0.006
Si	33.975	1.296	13.55	0.023	-0.018	0.004
Si	36.691	4.029	13.578	-0.006	0.012	0.009
Si	33.956	6.722	13.563	-0.011	-0.002	0.005
Si	36.682	9.461	13.545	-0.006	0.01	0.006
Si	33.972	12.196	13.534	-0.003	0.001	0.006
Si	36.687	14.919	13.55	-0.007	0.01	0.002
Si	39.414	1.321	13.578	-0.011	0.01	0.013
Si	42.145	4.043	13.574	-0.002	0.001	0.005
Si	39.425	6.749	13.563	0.004	-0.012	0.006
Si	42.155	9.487	13.579	0	-0.005	0.004
Si	39.425	12.196	13.548	0.01	-0.014	0.002
Si	42.141	14.948	13.557	-0.01	0.004	0
Si	44.879	1.349	13.58	0.011	-0.003	0.003
Si	47.595	4.079	13.601	-0.008	0.01	0.001
Si	44.883	6.768	13.59	0.004	-0.011	0.001
Si	47.601	9.484	13.582	0.01	-0.008	-0.001
Si	44.865	12.223	13.587	-0.011	0.012	0.007
Si	47.596	14.94	13.6	0	0.006	-0.008
Si	50.31	1.352	13.62	0.001	0.008	0.005
Si	53.033	4.072	13.623	0.009	0.003	0.011
Si	50.301	6.787	13.589	0	0.013	-0.003
Si	53.049	9.523	13.626	0.001	-0.005	0.009
Si	50.338	12.226	13.617	-0.005	-0.008	0.007
Si	53.063	14.957	13.62	0.008	-0.001	0.001
Si	55.779	1.356	13.636	0.006	-0.004	0
Si	58.507	4.1	13.663	0.001	0.005	0.009
Si	55.77	6.814	13.63	0	0.006	-0.002
Si	58.518	9.547	13.666	0.006	-0.008	0.01
Si	55.784	12.25	13.637	0.005	-0.008	0.007
Si	58.51	14.996	13.652	-0.009	0.012	-0.004
Si	61.226	1.398	13.667	-0.005	-0.002	-0.004
Si	63.942	4.116	13.7	0	-0.001	0.001
Si	61.241	6.825	13.675	0.007	-0.008	0.002
Si	63.951	9.555	13.675	-0.013	0.012	0.005
Si	61.238	12.279	13.679	0	-0.002	0
Si	63.94	14.998	13.679	0	0.003	0
Si	-0.004	0.038	15.063	-0.009	-0.002	0.002
Si	2.722	2.766	15.038	-0.01	-0.009	0.005
Si	0.012	5.485	15.074	-0.005	-0.001	0.001
Si	2.759	8.181	15.046	-0.007	0.002	0
Si	0.035	10.915	15.035	0.009	-0.007	0.001
Si	2.746	13.645	15.034	0.006	0.001	0.003
Si	5.462	0.055	15.015	-0.004	0.005	-0.002
Si	8.18	2.791	14.998	0.004	0.003	0.002
Si	5.428	5.501	15.007	0.007	0.003	0.002
Si	8.207	8.232	15.018	0.007	0.011	0.001
Si	5.474	10.92	15.046	0	-0.001	-0.006
Si	8.188	13.638	14.994	-0.005	-0.009	-0.002
Si	10.917	0.039	14.986	-0.009	0.002	0.006
Si	13.625	2.795	14.944	-0.02	-0.008	0.003
Si	10.913	5.526	15.009	0.004	0.001	0
Si	13.591	8.235	14.951	0	0.006	-0.01
Si	10.902	10.942	14.973	-0.001	0.003	-0.003
Si	13.623	13.666	14.96	0.003	-0.01	-0.002
Si	16.357	0.083	14.941	0.014	0.008	0.009
Si	19.039	2.728	14.891	-0.016	-0.007	0.004
Si	16.317	5.508	14.922	0.008	-0.009	0.016
Si	19.026	8.235	14.915	0.002	0.002	0.007
Si	16.321	10.947	14.951	-0.006	0	0.011
Si	19.057	13.641	14.866	0.004	0.002	0.002
Si	21.769	-0.02	14.889	0.002	-0.002	0.017
Si	24.497	2.686	14.891	0.009	0.013	0.011
Si	21.764	5.451	14.897	-0.003	0.001	0.014
Si	24.481	8.14	14.885	0.015	0.005	-0.001
Si	21.753	10.876	14.901	-0.004	-0.002	0.012
Si	24.479	13.563	14.877	0.012	0.015	0.005
Si	27.199	-0.057	14.899	0.006	0.006	0.001
Si	29.883	2.65	14.926	0.001	-0.013	0.002
Si	27.168	5.367	14.905	-0.005	-0.011	0.005
Si	29.875	8.084	14.892	0.023	0.001	0.007
Si	27.175	10.79	14.916	-0.009	-0.008	0.013
Si	29.908	13.545	14.889	0.008	0.005	0.002
Si	32.611	-0.068	14.907	0.01	-0.001	0.004
Si	35.326	2.647	14.926	-0.016	0.003	0.006
Si	32.596	5.352	14.933	0.015	0.002	0.01
Si	35.328	8.08	14.907	0.005	-0.006	0
Si	32.621	10.822	14.885	0.001	0.005	-0.002
Si	35.311	13.566	14.906	0.01	0.009	-0.001
Si	38.032	-0.043	14.926	-0.001	-0.018	-0.002
Si	40.778	2.688	14.939	0.004	0.001	0.002
Si	38.076	5.38	14.933	-0.004	0.006	0.001
Si	40.787	8.106	14.917	0.008	-0.005	0.001
Si	38.053	10.822	14.886	0.004	0.009	-0.005
Si	40.774	13.579	14.896	-0.003	0.007	-0.001
Si	43.501	-0.007	14.917	-0.004	0.017	0.002
Si	46.23	2.716	14.948	-0.004	-0.001	0.001
Si	43.514	5.396	14.931	0.004	0.004	0.003
Si	46.258	8.116	14.952	0.005	-0.003	0.005
Si	43.508	10.853	14.943	0.005	-0.008	0.001
Si	46.225	13.584	14.951	0.007	0	-0.001
Si	48.944	-0.017	14.966	-0.01	-0.008	0
Si	51.661	2.72	14.988	-0.004	0.007	0.001
Si	48.951	5.439	14.973	0.002	-0.003	0.004
Si	51.648	8.155	14.943	-0.003	-0.008	-0.007
Si	48.966	10.837	14.938	-0.007	0	0.002
Si	51.71	13.592	14.972	0.005	0.003	-0.001
Si	54.404	0.008	14.993	0.012	-0.005	0.003
Si	57.132	2.724	14.995	-0.008	0.002	0
Si	54.39	5.45	14.967	-0.005	0.007	-0.004
Si	57.131	8.179	14.991	-0.013	-0.008	-0.01
Si	54.418	10.886	14.987	-0.004	-0.006	0.007
Si	57.136	13.635	14.987	-0.009	-0.001	-0.002
Si	59.866	0.044	15.02	-0.004	-0.002	-0.004
Si	62.564	2.764	15.052	-0.013	0.005	0.006
Si	59.879	5.462	15.027	-0.001	0.01	0.004
Si	62.593	8.203	15.037	0.011	0	-0.002
Si	59.875	10.925	15.032	-0.003	-0.002	0.002
Si	62.602	13.639	15.051	-0.012	-0.003	0.003
O	6.307	11.449	25.391	-0.101	-0.15	0.333
O	2.659	16.137	22.068	0.138	-0.191	0.161
O	7.035	15.889	22.924	-0.318	0.057	0.347
O	4.742	4.521	24.293	0.262	0.386	-0.125
O	0.099	2.796	22.334	-0.225	-0.166	0.195
O	0.239	4.001	26.075	-0.046	0.419	-0.603
O	6.788	10.182	23.145	0.434	-0.092	0.114
O	64.803	9.24	24.732	0.211	0.234	-0.35
O	2.424	10.123	23.033	0.164	0.597	-0.102
O	5.654	13.803	22.068	-0.031	0.248	0.004
O	10.99	2.768	22.058	-0.183	-0.112	0.191
O	5.164	0.099	27.682	0.256	-0.159	-0.574
O	0.1	1.434	25.318	-0.021	0.079	-0.322
O	11.125	4.174	26.876	-0.114	-0.161	0.449
O	10.276	6.563	23.138	-0.127	0.65	0.162
O	6.52	3.262	23.017	-0.118	-0.198	0.117
O	9.254	12.577	23.337	-0.315	-0.456	0.246
O	11.169	13.805	22.198	-0.017	0.015	0.49
O	13.002	15.581	22.973	-0.059	0.123	0.211
O	14.659	1.266	22.911	-0.086	0.238	0.409
O	21.723	4.169	29.419	-0.474	-0.461	0.306
O	12.334	4.837	22.932	0.715	0.009	0.266
O	15.087	6.944	23.377	-0.48	-0.354	0.211
O	11.421	7.755	29.208	0.018	0.161	0.589
O	15.097	11.921	25.388	0.14	-0.368	0.078
O	13.691	10.84	22.013	0.051	-0.157	0.309
O	15.441	15.308	24.001	0.051	-0.163	-0.11
O	17.306	-0.065	25.6	-0.495	0.527	0.012
O	21.999	1.698	25.52	0.093	0.416	-0.543
O	18.424	4.245	22.952	0.398	0.115	-0.019
O	19.42	6.884	22.744	-0.515	-0.152	0.046
O	20.023	12.659	23.304	-0.424	0.362	0.075
O	25.46	11.413	22.802	-0.204	-0.057	0.088
O	24.774	0.082	22.177	0.119	0.036	0.338
O	27.022	13.817	26.28	0.329	0.402	0.055
O	28.161	0.658	24.947	-0.396	-0.094	0.019
O	29.637	7.488	24.633	-0.07	0.004	0.086
O	23.267	4.343	23.001	-0.187	0.043	0.468
O	26.356	10.728	29.613	-0.029	-0.492	-0.441
O	21.658	8.056	22.016	0.152	-0.226	0.556
O	28.368	9.43	25.811	0.094	0.425	0.392
O	28.912	15.164	29.348	0.264	-0.493	-0.304
O	27.595	11.507	27.456	0.475	-0.718	0.177
O	29.636	0.753	22.571	-0.293	-0.016	-0.201
O	26.822	2.17	22.076	-0.222	-0.083	-0.032
O	28.192	3.638	23.565	0.294	-0.152	0.359
O	38.443	5.739	24.499	0.153	0.191	0.234
O	34.694	9.198	22.92	0.77	0.216	0.14
O	27.055	7.959	22.092	0.075	-0.154	0.291
O	34.433	15.259	23.002	0.085	0.05	0.554
O	37.398	12.478	29.344	-0.322	-0.363	0.065
O	34.823	1.64	27.406	0.136	-0.559	-0.027
O	35.06	13.47	30.051	-0.309	-0.1	-0.377
O	33.627	4.334	23.226	-0.501	-0.086	0.19
O	36.964	10.469	27.528	-0.313	0.44	0.338
O	32.527	7.936	22.064	0.146	0.208	0.068
O	35.746	10.032	25.224	-0.05	0.15	0.32
O	36.488	0.622	22.983	-0.044	0.089	0.341
O	37.186	12.194	25.497	0.625	0.107	0.426
O	41.393	6.707	22.889	-0.246	-0.361	-0.013
O	42.302	14.975	23.893	0.029	0.404	0.441
O	41.236	1.803	26.28	-0.318	0.311	-0.127
O	37.452	7.966	27.842	0.652	-0.145	-0.187
O	40.826	10.919	21.932	-0.134	0.088	0.573
O	42.607	12.54	22.984	0.222	-0.254	0.41
O	43.32	-0.114	29.457	-0.174	-0.364	0.058
O	44.583	14.258	22.791	0.148	-0.342	0.168
O	46.115	16.186	21.977	0.077	0.241	0.116
O	49.269	3.215	22.946	-0.568	-0.097	-0.056
O	44	13.424	25.141	0.69	-0.045	0.156
O	43.376	1.758	22.981	0.251	-0.212	0.052
O	46.281	5.519	22.208	0.165	-0.093	0.53
O	48.161	7.129	23.079	0.111	-0.333	0.337
O	43.434	8.258	22.116	-0.073	0.104	0.627
O	45.134	10.164	22.842	0.018	0.103	0.328
O	48.906	13.658	22.166	0.051	-0.112	0.179
O	50.723	15.379	22.967	0.119	-0.26	0.112
O	56.75	14.354	28.627	0.093	0.318	-0.247
O	56.558	1.307	25.333	-0.472	-0.256	-0.182
O	50.29	15.173	26.826	-0.526	-0.507	-0.153
O	56.508	2.663	27.528	0.251	0.436	0.106
O	41.123	4.597	29.988	-0.622	-0.332	-0.252
O	50.862	5.202	22.926	-0.115	0.514	0.138
O	53.158	6.299	23.108	0.461	0.108	0.37
O	50.053	8.986	23.214	0.07	-0.359	0.244
O	53.404	12.673	23.109	-0.053	0.245	0.415
O	50.623	8.512	29.345	-0.5	0.152	-0.33
O	56.977	-0.058	22.084	0.125	0.05	0.196
O	58.345	1.636	23.301	0.232	0.54	0.142
O	59.01	2.435	25.63	-0.336	0.454	0.019
O	60.665	0.834	26.854	0.404	0.051	0.497
O	54.329	2.686	22.159	-0.24	-0.005	0.101
O	56.045	4.27	23.193	-0.175	-0.007	0.594
O	57.124	6.582	22.709	-0.493	0.191	-0.056
O	54.167	9.327	27.654	0.157	0.097	-0.098
O	56.427	9.824	22.948	-0.025	-0.329	0.192
O	57.152	0.602	29.087	-0.636	-0.088	-0.084
O	58.593	9.776	27.378	0.533	-0.136	0.22
O	59.891	13.716	22.305	-0.255	0.195	0.588
O	61.561	15.619	23.226	-0.115	-0.205	0.207
O	63.445	1.129	23.056	-0.021	0.111	0.035
O	64.016	2.679	30.403	-0.002	0.422	0.344
O	60.593	4.177	23.23	-0.24	-0.392	0.196
O	62.507	5.433	22.026	0.002	-0.185	0.39
O	58.885	8.476	22.291	0.04	0.442	-0.114
O	62.805	9.988	26.157	-0.215	-0.512	-0.554
O	40.588	9.212	29.522	0.312	-0.457	-0.146
O	35.986	14.004	27.726	0.296	0.345	-0.203
O	1.271	14.061	22.892	0.464	-0.22	0.077
O	63.737	3.539	27.979	0.121	-0.492	0.011
O	4.447	12.346	28.831	-0.03	-0.516	-0.121
O	29.511	1.274	29.938	-0.155	-0.01	0.193
O	22.335	15.388	32.14	0.04	-0.221	-0.268
O	2.195	4.337	23.143	-0.094	-0.074	0.165
O	0.656	8.252	22.594	0.1	-0.329	-0.242
O	11.551	10.981	30.364	0.398	-0.322	0.171
O	2.451	10.851	25.558	0.334	0.042	0.164
O	4.485	4.247	30.44	-0.5	0.261	-0.535
O	5.469	2.035	29.471	0.313	0.316	-0.029
O	2.154	2.883	32.948	0.049	-0.075	-0.205
O	35.369	3.921	28.692	-0.346	0.401	0.439
O	28.859	9.538	23.165	0.261	0.559	0.157
O	10.223	4.251	24.447	-0.271	0.017	-0.214
O	15.334	7.859	25.921	0.359	-0.018	0.255
O	46.156	7.92	32.957	-0.062	-0.056	-0.184
O	15.893	12.499	27.768	-0.075	0.582	0.144
O	20.976	8.195	27.324	0.493	-0.267	0.157
O	35.985	12.338	23.185	-0.226	-0.171	0.269
O	7.643	0.818	25.13	-0.478	-0.398	0.323
O	45.941	9.162	29.943	0.055	-0.032	0.151
O	13.288	15.769	29.293	0.446	-0.276	0.195
O	0.391	12.566	30.669	0.088	-0.134	0.222
O	16.445	2.871	22.026	-0.051	-0.162	0.651
O	14.511	12.93	23.145	0.261	0.576	-0.004
O	19.762	8.243	24.983	-0.37	0.572	-0.009
O	17.486	5.487	27.338	-0.171	0.217	-0.018
O	25.179	15.28	27.418	0.114	0.55	-0.487
O	32.402	0.329	26.149	0.605	0.327	0.07
O	18.953	12.683	27.823	-0.494	-0.035	0.273
O	11.788	14.501	27.532	-0.083	-0.261	0.131
O	22.332	-0.052	27.462	-0.409	-0.108	0.104
O	21.324	-0.133	29.855	-0.377	0.041	-0.064
O	17.883	14.935	23.346	0.267	-0.443	0.279
O	24.416	13.595	25.566	0.101	-0.266	0.029
O	54.9	15.109	32.214	0.072	-0.181	-0.509
O	26.859	4.766	29.706	0.005	-0.325	0.112
O	19.347	10.111	27.866	-0.039	0.193	0.047
O	26.911	1.28	27.244	0.08	-0.265	0.375
O	22.313	6.608	30.218	-0.007	0.335	-0.223
O	40.289	15.945	25.26	-0.545	-0.506	0.033
O	23.363	15.908	25.085	0.468	0.432	-0.465
O	17.666	14.522	32.112	0.085	0.273	-0.618
O	38.915	4.394	31.994	0.142	0.532	-0.138
O	23.628	7.395	26.967	-0.298	0.539	-0.234
O	24.194	5.028	29.566	0.175	0.356	-0.154
O	24.285	1.51	26.673	-0.066	0.102	0.164
O	24.752	6.592	22.734	-0.323	0.306	0.253
O	25.553	9.164	31.477	-0.286	0.065	0.31
O	27.168	7.19	25.604	0.122	-0.32	-0.524
O	60.801	15.021	31.839	0.266	0.047	-0.561
O	25.866	4.486	23.531	0.076	-0.209	-0.301
O	45.543	1.928	24.566	0.151	-0.606	-0.287
O	32.679	13.457	22.145	0.007	0.149	0.291
O	33.349	7.768	29.481	0.181	-0.162	0.762
O	43.335	8.937	29.789	-0.301	0.047	-0.04
O	48.277	10.224	29.795	0.376	-0.184	-0.17
O	52.655	15.685	27.777	-0.049	-0.258	0.214
O	46.159	5.373	30.668	-0.376	-0.474	0.448
O	46.37	1.844	27.139	-0.343	0.339	0.157
O	31.138	2.423	25.247	0.027	0.053	-0.122
O	31.187	11.408	22.876	-0.514	-0.122	-0.02
O	30.579	5.987	22.7	-0.419	-0.368	-0.207
O	26.193	15.02	29.851	-0.08	0.205	0.43
O	14.166	1.761	32.107	0.311	0.095	-0.438
O	6.569	5.981	30.339	-0.207	-0.261	-0.671
O	25.658	11.824	31.849	0.185	0.076	-0.635
O	6.295	4.283	32.228	-0.008	-0.087	-0.27
O	2.499	8.319	24.984	0.047	-0.066	-0.084
O	36.275	12.722	32.206	0.486	0.374	-0.489
O	62.273	12.529	26.477	0.556	0.001	-0.166
O	38.832	1.117	26.866	-0.183	-0.235	0.055
O	33.942	5.492	25.754	-0.005	-0.235	0.578
O	38.41	9.814	25.466	0.106	-0.285	0.17
O	28.865	2.809	26.328	-0.437	0.53	-0.09
O	39.761	15.743	30.156	0.515	0.195	0.125
O	34.387	2.949	25.206	-0.448	-0.157	0.004
O	47.59	9.613	23.516	0.052	0.142	-0.147
O	37.98	13.46	21.941	-0.061	0.105	0.452
O	17.116	4.323	31.896	-0.026	0.272	0.034
O	36.644	3.286	31.371	-0.169	0.235	0.337
O	23.402	14.307	23.111	-0.128	-0.13	0.071
O	58.435	5.664	32.159	-0.384	0.035	-0.207
O	39.641	6.96	30.353	-0.523	-0.234	-0.245
O	46.013	10.981	25.14	0.232	0.634	0.596
O	39.221	9.314	23.065	-0.201	-0.354	0.091
O	50.753	3.334	29.446	0.094	-0.327	-0.138
O	52.375	13.482	26.559	-0.527	-0.453	0.258
O	21.868	6.792	25.253	-0.072	-0.197	-0.476
O	10.756	15.775	29.745	-0.249	0.381	-0.288
O	60.525	5.551	25.584	0.002	0.417	0.46
O	46.06	13.453	32.992	-0.192	-0.129	-0.23
O	50.436	4.477	31.853	-0.031	0.453	-0.217
O	44.517	4.023	23.246	-0.012	0.427	0.369
O	46.61	0.536	29.555	0.162	-0.077	-0.02
O	21.513	2.49	22.134	-0.198	0.233	0.431
O	19.42	0.371	22.175	-0.099	0.168	0.226
O	49.55	6.9	27.613	0.051	-0.392	0.121
O	64.898	5.88	27.957	-0.252	-0.125	0.304
O	31.757	12.463	25.158	0.16	0.235	-0.174
O	48.157	2.271	25.228	0.376	-0.048	0.559
O	46.994	12.076	22.963	-0.235	0.396	0.218
O	54.322	2.638	25.855	-0.005	-0.033	-0.27
O	39.796	12.445	30.478	-0.351	-0.219	0.711
O	56.558	9.132	28.779	0.089	-0.285	0.368
O	54.759	12.931	27.785	0.009	0.125	0.186
O	53.84	5.547	33.096	0.109	-0.028	-0.596
O	19.359	5.579	24.97	0.606	-0.153	0.646
O	52.805	1.696	28.891	0.019	0.371	0.461
O	63.719	7.231	23.287	-0.597	0.124	0.456
O	58.918	15.478	27.837	0.187	-0.114	-0.028
O	38.048	9.264	29.925	-0.145	0.338	0.475
O	9.868	11.835	32.303	0.05	0.166	-0.304
O	7.259	1.655	27.602	0.248	-0.03	0.226
O	27.098	13.318	22.055	-0.156	-0.12	0.26
O	4.668	11.872	23.287	-0.049	-0.113	0.443
O	62.3	7.372	29.929	0.106	0.487	-0.306
O	61.343	3.354	26.556	-0.046	-0.313	0.516
O	21.262	10.807	32.834	-0.098	-0.035	-0.539
O	18.763	10.649	22.173	0.068	-0.023	0.269
O	58.367	11.694	22.95	0.549	-0.267	0.092
O	33.259	9.575	31.963	-0.233	-0.109	-0.412
O	20.627	3.077	27.294	-0.123	-0.179	0.375
O	48.65	4.917	30.048	-0.134	-0.1	-0.371
O	60.738	11.588	30.683	0.431	-0.041	0.194
O	43.418	10.511	25.456	-0.089	-0.176	-0.684
O	25.903	8.868	27.08	-0.17	0.406	0.39
O	63.031	0.107	25.366	-0.298	-0.103	0.283
O	60.15	0.876	30.43	0.409	-0.214	-0.404
O	64.299	12.892	23.339	-0.155	-0.156	0.454
O	61.674	8.307	32.321	0.076	-0.086	-0.064
O	40.905	5.449	25.139	0.148	-0.096	0.678
O	20.609	8.657	29.851	0.08	0.533	0.22
O	64.566	8.407	27.26	-0.503	-0.018	0.215
O	5.467	8.179	22.137	0.16	0.163	0.321
O	26.118	2.646	25.273	-0.32	-0.242	-0.363
O	44.628	1.55	30.94	0.207	0.415	0.025
O	2.87	2.504	29.531	-0.093	0.328	-0.25
O	39.47	11.216	28.211	-0.436	-0.057	-0.74
O	56.06	6.003	25.148	0.018	-0.058	0.228
O	35.548	9.266	29.302	-0.182	0.291	0.705
O	10.653	13.477	25.402	0.212	-0.599	0.382
O	7.006	9.939	32.134	0.241	-0.098	-0.014
O	39.611	8.991	31.985	0.277	0.014	0.142
O	45.125	10.431	27.517	0.077	-0.379	0.204
O	8.485	6.952	31.942	-0.137	0.299	-0.15
O	1.143	14.807	31.709	-0.242	0.267	-0.095
O	36.624	14.642	24.325	0.497	0.218	0.329
O	6.94	-0.101	29.601	0.247	0.261	-0.002
O	15.012	1.36	28.701	0.001	-0.102	0.35
O	41.778	6.46	31.797	-0.009	0.212	0.043
O	31.003	3.83	27.478	0.284	0.309	-0.089
O	37.84	1.115	30.473	0.524	0.247	-0.086
O	3.631	6.492	22.991	-0.067	0.317	0.353
O	20.444	6.897	31.896	0.145	-0.629	-0.077
O	62.385	13.351	32.946	0.114	-0.091	-0.188
O	53.015	12.581	30.076	0.065	0.608	-0.342
O	23.503	9.462	23.085	0.237	0.01	0.343
O	60.939	13.278	28.618	-0.184	0.212	0.348
O	9.147	1.212	23.03	-0.221	0.427	0.246
O	16.865	3.041	29.639	0.17	-0.29	0.184
O	30.147	4.895	25.198	-0.112	-0.097	-0.037
O	45.344	15.789	27.646	0.096	-0.435	-0.187
O	47.587	8.648	27.824	-0.428	0.473	-0.238
O	58.339	5	24.321	0.017	-0.438	0.37
O	48.616	13.018	30.256	-0.338	-0.002	-0.111
O	48.734	8.208	25.445	0.011	0.005	0.076
O	17.627	11.273	26.143	-0.068	-0.695	-0.381
O	36.736	5.858	32.142	-0.085	0.011	-0.302
O	53.994	11.863	32.382	0.202	-0.063	-0.02
O	18.984	14.097	29.973	0.185	0.61	-0.111
O	18.496	8.148	32.942	0.025	-0.05	-0.287
O	53.704	11.313	26.011	0.119	-0.096	-0.421
O	44.408	9.703	32.05	-0.501	0.175	-0.091
O	27.919	14.757	31.735	0.02	0.508	-0.106
O	60.837	4.777	32.624	0.2	0.169	0.101
O	54.233	16.053	29.84	0.269	-0.261	0.013
O	15.936	5.535	29.911	0.132	0.313	-0.645
O	22.18	9.397	25.404	-0.146	-0.018	0.618
O	25.146	6.669	31.718	-0.323	-0.135	-0.009
O	28.276	6.141	27.952	0.532	-0.033	-0.221
O	25.801	6.274	27.595	-0.223	-0.333	0.048
O	27.807	10.344	31.924	0.155	0.586	-0.167
O	6.454	13.644	30.03	-0.103	-0.102	0.341
O	30.87	1.793	32.122	0.345	0.017	-0.366
O	23.484	14.749	29.301	0.012	-0.555	0.376
O	46.635	12.097	29.006	0.16	0.243	-0.44
O	1.672	7.257	27.22	0.746	-0.14	0.149
O	42.02	12.48	26.453	-0.535	0.268	0.173
O	32.74	4.807	32.995	-0.24	0.164	-0.566
O	12.781	2.009	29.933	-0.387	0.163	-0.059
O	29.437	8.334	31.832	-0.125	-0.204	-0.195
O	8.017	13.403	25.516	-0.308	0.313	0.085
O	47.983	6.071	32.342	0.18	-0.212	0.072
O	2.014	12.308	27.624	-0.055	-0.045	0.471
O	22.128	11.481	23.92	0.047	0.242	-0.498
O	13.528	6.608	30.158	-0.425	0.407	0.122
O	21.036	14.149	28.303	0.184	-0.536	-0.435
O	11.948	13.384	29.715	-0.037	-0.116	0.286
O	40.566	2.467	32.799	-0.204	-0.216	-0.227
O	61.381	5.731	27.942	-0.086	0.098	-0.245
O	44.602	6.759	29.186	0.189	0.233	-0.227
O	60.311	10.9	25.829	-0.008	0.37	-0.331
O	16.717	9.882	32.055	-0.155	-0.354	-0.257
O	13.846	0.621	25.205	0.409	0.129	0.35
O	13.781	8.27	28.111	0.217	0.095	0.015
O	35.136	7.859	32.795	0.214	0.118	-0.313
O	4.557	6.261	32.109	-0.177	0.318	-0.42
O	32.257	5.385	29.163	0.055	-0.184	0.252
O	19.666	12.767	32.115	0.313	-0.08	-0.48
O	10.431	5.296	32.809	0.177	-0.087	-0.438
O	50.199	14.588	31.587	0.11	0.509	-0.308
O	4.593	9.684	24.57	0.144	-0.5	0.101
O	28.694	3.166	31.765	-0.017	-0.202	-0.451
O	64.098	8.569	31.44	-0.157	0.298	0.585
O	1.063	2.222	27.695	-0.081	0.23	0.218
O	35.299	5.463	21.681	0.103	0.157	0.142
O	32.135	1.177	23.318	0.389	-0.085	0.002
O	25.462	0.783	31.939	0.405	-0.58	-0.29
O	3.742	1.602	23.319	-0.112	0.118	0.047
O	39.767	14.772	23.065	-0.207	-0.416	0.352
O	32.033	6.623	24.642	0.128	0.167	-0.4
O	31.278	6.516	31.806	0.138	0.154	-0.257
O	14.078	4.111	30.915	0.281	-0.135	0.017
O	52.176	15.752	25.144	0.71	0.054	0.197
O	30.517	16.053	24.715	0.247	-0.563	0.317
O	62.659	4.84	30.014	0.488	0.141	0.639
O	21.771	13.741	25.092	-0.303	0.172	0.189
O	37.852	10.746	32.895	0.037	0.121	-0.416
O	40.38	13.654	32.962	-0.004	0.184	0.018
O	33.001	2.846	28.923	-0.038	-0.458	-0.145
O	60.745	14.605	26.277	-0.091	-0.174	-0.455
O	58.596	10.227	29.969	0.016	-0.635	-0.116
O	16.668	8.597	22.106	0.061	0.103	0.496
O	12.644	1.2	27.456	-0.033	0.326	0.288
O	47.872	7.459	30.121	0.446	0.185	0.191
O	14.981	11.865	32.038	-0.249	0.186	-0.474
O	20.228	11.654	25.79	0.36	0.019	-0.005
O	51.408	6.756	25.027	-0.49	0.043	0.049
O	61.568	2.652	29.259	-0.114	-0.421	-0.521
O	59.561	3.417	30.917	-0.482	-0.358	0.416
O	33.781	12.108	31.935	-0.103	0.057	0.152
O	33.561	14.83	27.471	0.065	0.038	0.293
O	36.807	2.261	25.728	0.02	-0.067	-0.561
O	45.781	2.962	33.086	-0.091	0.054	-0.593
O	64.867	10.328	29.771	-0.043	-0.022	-0.464
O	33.945	12.268	27.754	0.416	-0.212	-0.152
O	12.648	11.55	24.539	-0.151	0.196	-0.11
O	43.305	7.963	27.307	-0.422	0.292	-0.133
O	32.246	7.102	27.192	-0.313	-0.099	0.02
O	49.509	15.482	29.34	0.007	0.263	0.314
O	24.738	0.711	29.332	0.095	0.101	-0.349
O	52.001	3.312	27.079	-0.256	0.361	-0.062
O	1.16	9.458	31.714	0.068	0.19	-0.178
O	19.586	0.96	26.24	0.167	-0.267	-0.268
O	43.798	4.364	29.888	0.12	-0.324	0.14
O	45.295	15.496	31.657	-0.365	-0.332	-0.433
O	55.576	1.215	31.559	0.157	-0.245	0.061
O	48.112	0.94	23.042	0.059	-0.335	0.148
O	63.107	12.276	29.74	0.171	0.26	-0.167
O	9.029	10.174	30.507	0.181	0.084	-0.551
O	55.584	12.779	30.318	0.22	0.106	0.332
O	56.775	13.517	33.111	-0.065	-0.039	-0.426
O	43.002	14.927	27.082	-0.317	0.084	0.031
O	9.214	15.174	24.071	0.218	0.003	0.23
O	29.363	12.585	25.959	0.182	0.279	-0.268
O	7.089	8.465	30.102	-0.605	-0.013	-0.32
O	51.754	7.548	33.205	0.111	-0.008	-0.371
O	42.89	7.24	24.868	0.108	0.295	-0.043
O	33.881	8.173	25.254	0.264	0.083	0.055
O	43.531	1.258	27.27	0.426	0.138	0.13
O	55.596	7.061	27.526	0.321	-0.147	0.364
O	61.465	10.774	28.26	0.1	-0.475	0.26
O	63.308	6.271	32.15	-0.394	-0.301	-0.186
O	3.419	0.167	25.714	0.001	-0.28	-0.304
O	2.803	13.168	32.917	-0.193	-0.086	-0.628
O	39.134	3.496	25.681	0.206	0.142	0.318
O	43.602	4.942	32.923	0.05	-0.227	-0.66
O	28.524	14.911	23.285	0.047	-0.209	0.641
O	25.427	12.751	28.015	-0.314	0.015	0.069
O	56.863	2.984	30.101	-0.128	0.422	-0.02
O	60.211	5.867	30.277	-0.287	0.394	-0.182
O	64.278	0.798	32.114	0.329	-0.43	-0.092
O	57.063	11.72	28.384	-0.028	0.253	-0.521
O	35.188	1.632	29.929	-0.351	-0.578	0.224
O	51.013	5.928	29.677	0.564	0.265	0.379
O	0.448	6.797	24.879	-0.316	-0.473	0.17
O	11.104	14.994	32.183	0.118	-0.065	-0.224
O	54.549	7.889	29.822	-0.046	-0.566	0.067
O	10.947	11.489	27.898	-0.194	0.258	0.051
O	47.116	1.101	31.954	0.399	-0.125	-0.437
O	63.648	0.24	29.547	-0.572	0.155	-0.184
O	9.643	9.116	27.877	-0.487	0.06	0.222
O	61.23	1.676	24.44	0.039	0.089	-0.243
O	6.349	15.243	32.056	-0.437	0.232	-0.052
O	9.598	0.761	31.946	-0.133	0.223	-0.551
O	7.864	2.46	33.006	-0.149	-0.048	-0.583
O	7.84	13.36	33.09	-0.203	-0.225	-0.543
O	13.145	8.06	32.954	-0.083	0.068	-0.115
O	63.892	11.362	32.065	-0.034	-0.266	0.171
O	55.151	14.618	22.912	-0.062	0.262	0.476
O	15.257	10.085	27.293	0.679	-0.095	-0.18
O	43.308	3.061	25.35	-0.082	0.714	-0.006
O	33.27	10.595	24.459	0.209	0.166	0.015
O	41.873	11.49	29.27	0.791	-0.141	-0.408
O	55.949	12.229	23.675	0.036	-0.054	-0.241
O	23.01	1.429	31.129	-0.324	0.56	-0.223
O	15.913	-0.058	32.904	0.138	-0.064	-0.549
O	11.968	3.274	32.112	-0.324	-0.108	-0.338
O	52.564	4.345	24.77	-0.198	-0.237	-0.072
O	30.756	3.52	30.119	-0.193	0.249	0.24
O	54.856	0.663	27.409	0.31	-0.308	-0.22
O	10.963	9.442	32.253	-0.163	-0.505	0.052
O	24.18	5.567	25.135	0.116	-0.26	0.534
O	13.143	13.498	32.926	-0.063	0.018	-0.69
O	17.411	7.206	24.487	-0.036	0.244	-0.162
O	29.355	0.471	27.357	0.347	-0.39	-0.119
O	14.971	6.246	32.243	0.451	0.044	0.144
O	18.701	2.57	32.924	0.058	-0.163	-0.598
O	24.369	10.898	25.111	-0.105	0.3	0.477
O	30.783	9.915	24.94	0.133	-0.282	0.498
O	5.076	2.168	25.28	0.386	-0.287	0.262
O	20.118	5.567	27.823	0.31	0.136	-0.206
O	2.494	13.848	29.667	0.286	0.292	0.478
O	0.792	1.036	30.075	0.351	-0.386	-0.039
O	27.623	12.948	29.679	0.222	-0.451	0.365
O	4.893	11.104	32.989	-0.295	0.167	-0.492
O	31.412	16.113	28.641	0.459	0.029	0.324
O	20.531	0.977	32.028	-0.098	0.106	-0.596
O	24.241	2.669	33.139	0.143	0.082	0.03
O	44.713	5.994	26.181	-0.388	-0.431	-0.225
O	52.068	9.216	26.095	-0.277	0.167	-0.312
O	0.088	4.925	32.986	-0.164	-0.146	-0.493
O	26.972	5.054	32.717	0.093	0.132	-0.278
O	41.96	6.806	29.168	0.107	-0.023	-0.599
O	50.933	10.968	30.342	-0.365	0.191	-0.037
O	22.418	8.725	31.802	0.452	0.099	-0.2
O	11.749	2.241	25.206	0.053	0.043	-0.436
O	30.784	7.606	29.491	-0.27	0.328	-0.235
O	27.294	4.765	25.849	0.252	0.057	0.41
O	50.844	13.288	29.128	0.191	0.022	-0.299
O	6.593	11.037	29.731	-0.152	-0.102	-0.224
O	7.118	3.454	25.544	0.124	0.386	-0.003
O	61.126	9.285	23.248	0.247	0.169	0.552
O	38.395	15.424	32.285	-0.502	0.275	-0.086
O	42.41	3.641	27.775	0.02	0.57	-0.36
O	36.778	5.526	27.271	-0.018	-0.026	-0.15
O	2.599	0.205	28.282	-0.147	-0.463	0.142
O	29.679	13.275	32.862	-0.029	-0.148	-0.114
O	31.313	11.401	32.011	-0.094	-0.42	-0.394
O	34.381	14.613	32.272	0.165	0.244	-0.319
O	26.185	9.315	24.432	-0.255	-0.581	-0.147
O	62.705	11.035	22.309	-0.022	-0.185	0.418
O	50.084	9.094	31.942	-0.689	0.029	-0.348
O	39.892	4.026	23.179	0.419	0.046	0.222
O	41.514	9.984	27.176	0.064	-0.683	0.102
O	2.773	5.721	25.353	-0.147	-0.257	0.362
O	46.387	4.064	25.719	-0.102	0.227	-0.47
O	53.845	7.323	25.626	0.155	0.517	-0.754
O	53.081	0.686	32.038	-0.155	-0.232	-0.584
O	47.266	6.339	26.589	0.125	-0.239	-0.216
O	50.41	1.266	24.356	0.047	0.213	0.493
O	37.517	5.107	29.774	0.545	0.393	-0.011
O	9.365	2.394	26.258	0.106	-0.097	0.103
O	10.262	6.676	27.122	-0.517	-0.103	-0.407
O	57.628	10.739	25.172	-0.411	0.15	0.227
O	35.082	0.358	25.133	-0.499	-0.127	0.53
O	36.547	7.274	25.422	-0.348	0.308	-0.058
O	35.987	4.917	24.285	0.398	-0.41	-0.172
O	11.97	9.353	23.352	-0.177	-0.365	0.258
O	44.383	12.881	27.745	0.176	0.188	0.126
O	58.97	2.438	28.621	0.056	0.237	-0.44
O	16.948	13.719	25.537	0.149	-0.079	-0.219
O	13.249	13.9	25.366	0.396	0.187	-0.103
O	51.757	13.202	32.986	0.166	-0.097	-0.304
O	8.929	6.898	29.331	-0.156	-0.459	-0.071
O	13.212	9.274	25.73	-0.158	-0.07	-0.132
O	64.931	16.098	27.192	0.516	-0.009	0.229
O	41.039	0.676	22.866	-0.3	0.212	-0.07
O	62.36	2.533	32.954	-0.015	-0.02	-0.18
O	63.15	5.197	26.082	0.159	0.455	-0.729
O	42.368	0.621	31.976	0.191	-0.572	-0.029
O	37.821	3.239	27.961	0.167	-0.171	0.446
O	22.739	4.451	31.812	-0.37	0.006	-0.017
O	58.561	15.106	30.401	0.083	-0.306	0.172
O	51.681	10.87	22.297	0.158	-0.13	0.604
O	4.158	1.827	31.736	0.57	-0.23	-0.161
O	52.104	7.094	27.599	0.298	-0.355	0.194
O	33.406	9.749	27.731	-0.227	-0.113	-0.402
O	51.469	2.468	32.997	-0.166	-0.234	-0.447
O	37.189	15.014	29.934	-0.229	0.232	0.125
O	52.514	9.007	31.059	-0.197	-0.21	-0.004
O	54.516	10.458	30.235	0.03	-0.02	-0.657
O	27.007	11.721	24.874	0.322	0.132	-0.175
O	12.729	5.968	27.743	0.67	-0.462	-0.161
O	55.38	3.849	32.004	-0.389	0.132	-0.523
O	42.143	12.299	31.745	0.254	0.003	-0.288
O	54.589	13.703	25.27	0.298	0.592	0.1
O	54.135	5.004	26.778	-0.012	0.014	0.433
O	31.095	14.29	26.901	-0.234	0.157	0.207
O	34.944	7.518	27.488	-0.385	-0.455	-0.44
O	40.379	8.043	25.003	-0.336	-0.244	0.234
O	17.402	12.189	30.974	0.175	-0.146	-0.514
O	50.344	1.281	27.903	-0.212	0.258	0.072
O	56.969	7.771	33.005	0.153	0.153	-0.517
O	58.784	-0.138	25.278	0.102	-0.509	-0.459
O	24.633	7.996	29.302	-0.337	0.238	0.156
O	6.75	12.669	27.658	-0.204	0.595	-0.193
O	17.474	1.324	27.804	0.102	-0.041	0.354
O	58.399	12.056	31.845	-0.024	0.439	-0.695
O	39.406	13.862	28.313	-0.369	0.143	-0.638
O	24.078	13.555	32.881	0.193	0.12	-0.249
O	11.921	6.092	25.201	0.33	0.294	-0.089
O	31.392	11.691	27.6	-0.429	-0.336	0.193
O	48.022	-0.063	27.406	-0.159	-0.249	-0.731
O	34.79	13.3	25.508	-0.617	-0.27	0.026
O	54.501	8.237	22.147	-0.217	-0.138	0.27
O	25.532	3.441	27.86	-0.008	0.054	-0.339
O	25.22	2.917	30.481	0.37	-0.01	0.414
O	47.18	11.513	31.722	-0.091	-0.376	0.012
O	59.227	8.681	24.989	0.113	-0.206	0.157
O	34.724	2.724	33.247	-0.074	-0.268	-0.318
O	52.13	11.053	28.059	-0.162	0.05	0.045
O	17.664	3.631	25.445	-0.254	-0.672	-0.095
O	42.248	2.25	29.979	-0.626	-0.124	-0.184
O	59.684	9.932	32.413	-0.139	-0.014	0.191
O	38.024	2.577	22.129	0.044	0.263	0.471
O	18.46	5.206	29.758	0.581	-0.172	0.523
O	18.697	15.303	27.67	-0.25	0.016	-0.149
O	45.831	4.701	28.171	-0.043	-0.678	0.154
O	52.659	0.865	23.041	0.054	0.166	0.168
O	44.436	11.293	29.928	-0.458	0.482	0.445
O	15.839	3.392	27.252	-0.516	0.119	-0.127
O	0.873	12.896	25.259	-0.093	0.051	0.066
O	13.476	11.591	28.57	-0.03	-0.078	-0.338
O	60.223	6.751	23.449	0.185	-0.002	0.041
O	15.637	10.726	29.792	-0.121	-0.582	-0.159
O	0.021	10.882	26.692	-0.001	0.315	0.166
O	32.423	-0.125	32.955	0.065	0.047	-0.329
O	27.011	7.426	30.001	0.219	0.257	-0.17
O	45.122	8.549	25.593	0.667	-0.314	-0.045
O	-0.181	15.162	24.675	-0.185	0.178	-0.042
O	54.81	8.95	32.284	-0.043	-0.101	-0.093
O	20.05	3.058	24.666	0.439	-0.086	-0.472
O	40.825	10.649	24.794	-0.125	0.457	-0.154
O	8.153	5.326	22.267	0.086	-0.012	0.268
O	18.649	7.595	28.452	-0.381	-0.023	-0.009
O	8.613	11.126	26.675	-0.145	-0.071	0.005
O	2.437	2.575	25.432	-0.118	0.463	-0.121
O	0.004	14.607	29.238	0.253	0.136	-0.053
O	40.821	16.024	27.85	0.49	-0.003	-0.009
O	62.941	14.679	27.849	0.124	0.089	-0.187
O	15.705	5.357	25.415	-0.293	-0.098	0.065
O	8.689	14.825	30.926	0.226	-0.546	0.056
O	29.046	6.011	30.522	0.123	-0.393	0.024
O	41.666	14.066	29.646	0.515	0.252	-0.086
O	32.668	11.054	29.8	-0.325	-0.033	-0.258
O	36.07	0.841	32.232	-0.164	-0.602	-0.164
O	58.864	0.187	32.601	-0.2	-0.411	0.229
O	2.629	7.834	32.926	-0.137	-0.167	-0.491
O	10.754	10.067	25.646	-0.255	-0.27	-0.329
O	22.519	4.924	27.032	0.096	-0.111	-0.048
O	57.482	2.475	32.694	0.149	0.295	0.189
O	0.538	7.878	29.528	0.378	-0.151	-0.012
O	36.89	7.06	22.89	0.198	0.622	0.187
O	11.518	15.982	25.528	-0.25	0.234	-0.44
O	3.608	14.347	27.293	0.144	-0.07	-0.412

Results
total energy: -406610.606 eV
total energy less fixed offsets of O -438.35, Si -107.03 eV per atom: 2.194 eV
